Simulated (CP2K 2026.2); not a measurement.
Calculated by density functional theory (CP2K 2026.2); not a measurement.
Periodic cell of 1370 atoms, Si912O458, from a study of silicon, its oxide and their interface. The atomic structure is a simulated model.
Doubt: the forces sum to 2.87 eV/angstrom along one axis rather than to zero, so they err by at least 0.0021 eV/angstrom per atom on average; the grid cutoff is modest.

Settings: functional PBE; method Gaussian and plane waves; basis set DZVP-MOLOPT-SR-GTH; pseudopotentials GTH-PBE; grid cutoff 300 Ry, relative cutoff 40 Ry; k points Gamma only; occupations fixed; spin none; net charge 0.

Cell vectors (angstrom)
a	46.1613	0	0
b	0	15.3871	0
c	5.1013	4.0354	33.6243

Atoms and the computed forces on them: element, x, y, z (angstrom), force x, y, z (eV/angstrom)
Si	-3.8395	-0.1888	-2.0377	0.1886	0.0376	0.6265
Si	-4.4192	2.831	-2.5038	0.048	0.0838	0.1584
Si	-3.9251	-7.2249	-1.9558	0.1158	-0.0419	0.7019
Si	-3.1668	-3.772	0.3543	0.2082	-0.1919	0.618
Si	-0.762	-0.0363	0.2024	-0.1301	0.0001	0.6728
Si	0.1498	3.7399	-2.0306	-0.3727	-0.0868	0.5331
Si	0.3757	-8.4853	-2.5967	0.0204	0.0641	0.1405
Si	0.6664	-3.4378	-2.4581	-0.023	0.0766	0.1374
Si	3.702	-0.2219	-1.75	0.3057	0.1762	0.6712
Si	3.0843	3.8625	-2.0941	0.0151	-0.1321	0.0231
Si	3.3183	-8.5218	-2.0792	0.2593	0.4313	0.4909
Si	3.6908	-3.3453	-1.8825	0.287	-0.1207	0.7065
Si	8.3329	-0.7163	-2.4255	-0.1155	0.047	0.0991
Si	8.0931	3.9258	-1.8285	-0.3618	-0.1001	0.5143
Si	8.5519	-8.4726	-2.2938	-0.117	-0.0865	0.0255
Si	7.7976	-3.7582	-2.0603	-0.2016	0.1147	0.6379
Si	0.7056	-0.3249	-2.5115	-0.103	0.0015	0.1559
Si	-0.7268	3.7584	0.1455	-0.0275	-0.0178	0.0735
Si	-0.788	-7.7162	0.2034	-0.1933	-0.0373	0.6947
Si	-0.7745	-3.8382	0.2721	-0.1524	-0.0273	0.7694
Si	3.9923	-1.9819	1.5	-0.0006	0.041	-0.0037
Si	4.6798	3.6581	0.3392	0.1834	0.1958	0.5536
Si	4.3557	-7.7718	-0.0053	-0.0087	-0.0242	0.0292
Si	4.5866	-3.863	0.1885	0.0084	0.0222	0.0336
Si	6.9468	-0.0278	0.2359	-0.1653	-0.0704	0.5654
Si	7.0637	3.752	0.2641	0.0317	0.052	0.0081
Si	7.5577	-5.8731	1.2549	-0.017	-0.0296	-0.0823
Si	6.9957	-3.8719	0.1404	-0.0212	0.031	-0.0169
Si	12.1947	-0.0394	0.1304	-0.0276	-0.0054	0.0147
Si	12.211	3.8147	0.0366	0.202	-0.0058	0.5763
Si	12.3134	-7.6455	0.0658	0.0475	0.0194	0.0549
Si	14.4816	-4.1445	-4.6961	0.0305	0.0066	0.0046
Si	-0.1065	1.8748	1.4218	0.0306	-0.0024	-0.089
Si	-0.1337	5.7084	1.375	0.0162	0.0041	-0.1195
Si	-0.1114	-5.7971	1.4091	0.0146	0.0046	-0.1125
Si	-0.0829	-1.9292	1.4571	0.0249	-0.0524	-0.1012
Si	3.9921	1.8556	1.6414	-0.0284	0.0167	-0.0231
Si	3.9409	5.6964	1.3514	0.0038	0.0157	-0.0806
Si	3.9156	-5.8344	1.3118	-0.0039	-0.0177	-0.0923
Si	4.5575	-0.0052	0.3666	-0.0056	-0.0324	0.0016
Si	7.6098	1.8458	1.496	-0.0224	0.0121	-0.0492
Si	7.5384	5.7693	1.373	-0.016	-0.048	-0.0751
Si	6.787	-7.7907	0.0023	-0.1593	0.0421	0.5687
Si	7.5919	-1.9708	1.4152	0.0116	0.0075	-0.0625
Si	11.6157	1.9127	1.336	-0.0234	0.0108	-0.0718
Si	11.6268	5.7844	1.2435	-0.0428	-0.0044	-0.0816
Si	11.6978	-5.7396	1.3142	-0.002	0.0417	-0.0629
Si	11.6742	-1.9188	1.434	-0.0157	0.0028	-0.0526
Si	-1.9304	1.8967	2.9091	0.0167	-0.0144	-0.0599
Si	-1.9571	5.7321	2.8635	-0.0033	-0.0022	-0.0588
Si	-1.9092	-5.7725	2.9335	-0.0101	0.0216	-0.0284
Si	-1.8725	-1.9192	2.9929	-0.0079	0.0064	-0.029
Si	1.9	1.8786	2.71	-0.0231	0.0121	0.035
Si	1.9128	5.7037	2.6051	0.0086	0.0204	0.028
Si	1.9261	-5.8102	2.6195	-0.0041	0.0075	0.0335
Si	1.9443	-1.9648	2.6839	-0.0036	0.0042	0.0406
Si	5.8349	1.8521	3.04	0.0095	-0.0084	-0.0215
Si	5.7381	5.7357	2.8791	0.0087	-0.031	-0.0159
Si	5.7619	-5.8584	2.8002	-0.0132	-0.0126	-0.0369
Si	5.8112	-1.9781	2.9569	-0.0067	-0.005	-0.0639
Si	9.6453	1.8881	2.6519	0.012	0.0072	0.0241
Si	9.6105	5.7835	2.5447	0.0089	0.0076	0.045
Si	9.6149	-5.8089	2.5154	-0.0103	0.0186	0.0321
Si	9.6276	-1.9572	2.6281	-0.028	-0.005	0.0351
Si	-1.9021	0.0059	4.2802	0.0016	-0.0077	0.0458
Si	-1.9288	3.8276	4.2194	-0.0108	-0.0008	0.0225
Si	-1.9248	-7.7328	4.2079	-0.002	0.0191	0.0108
Si	-1.8878	-3.868	4.2712	0.0188	0.0048	0.0644
Si	1.9292	-0.0492	4.0824	0.0237	-0.0079	-0.0141
Si	1.9135	3.8198	4.0557	0.0072	-0.0159	0
Si	1.93	-7.7484	4.0021	0.0007	0.0054	-0.0171
Si	1.9433	-3.9031	4.0443	-0.0147	0.0046	-0.01
Si	5.802	-0.0806	4.305	0.0196	0.0095	0.0526
Si	5.7813	3.8336	4.2452	-0.0074	0.0058	0.0339
Si	5.758	-7.732	4.1903	-0.0045	-0.0277	0.0176
Si	5.7878	-3.9471	4.1856	0.0017	-0.0054	-0.0191
Si	9.6301	-0.0388	4.0326	0.0099	0.0037	0.0008
Si	9.6184	3.8573	3.9768	-0.0181	-0.002	-0.0096
Si	9.6226	-7.6995	3.9635	0.003	-0.0119	-0.0297
Si	9.6126	-3.9058	3.9692	-0.0019	-0.0035	-0.0111
Si	0.0679	-0.0311	5.5371	0.0198	-0.0023	0.0264
Si	0.0397	3.818	5.4988	0.043	-0.0021	0.0285
Si	0.056	-7.7408	5.4711	0.0406	0.0161	0.0092
Si	0.0861	-3.8938	5.5179	0.0177	0.0044	0.0088
Si	3.8105	-0.0512	5.5263	-0.037	0.004	0.0247
Si	3.8026	3.8093	5.4979	-0.0298	0.0061	0.0222
Si	3.8011	-7.7362	5.4726	-0.0365	-0.0082	0.0312
Si	3.8308	-3.9058	5.4789	-0.0515	0.0059	0.0323
Si	7.7781	-0.046	5.5192	-0.0032	-0.0144	0.0211
Si	7.7603	3.8397	5.4729	0.0322	0.0003	0.0188
Si	7.7413	-7.7188	5.4365	0.0205	-0.0142	0.0287
Si	7.7501	-3.9107	5.4539	0.0251	0.0051	0.0212
Si	11.512	-0.0249	5.4568	-0.0202	-0.0044	0.0276
Si	11.4916	3.856	5.4294	-0.0195	-0.0001	0.0256
Si	11.5127	-7.6846	5.3998	-0.0319	0.0012	0.0292
Si	11.5155	-3.8803	5.3952	-0.0274	0.0002	0.0284
Si	-0.0213	1.8732	12.324	0.0103	0.0175	-0.0137
Si	0.0237	5.7434	12.2977	-0.0065	0.0158	-0.0299
Si	-0.0085	-5.8339	12.3403	-0.0227	-0.0048	-0.0184
Si	0.0418	-1.9994	12.3371	-0.0117	0.0064	-0.015
Si	3.8758	1.8703	12.3696	-0.0061	0.0127	-0.0356
Si	3.8629	5.7067	12.3554	0.0085	0.0138	-0.0081
Si	3.9051	-5.8284	12.3327	0.0199	-0.0068	-0.0063
Si	3.8794	-1.9513	12.3801	0.0187	-0.0131	-0.0092
Si	7.6868	1.8915	12.2833	-0.0132	0.0043	-0.0185
Si	7.6865	5.7242	12.2367	-0.0115	0.0031	-0.0184
Si	7.714	-5.8062	12.2765	-0.0244	-0.0113	-0.0113
Si	7.6964	-1.9467	12.2831	-0.0238	-0.0146	-0.0309
Si	11.5945	1.9031	12.2109	0.0199	-0.0078	-0.0145
Si	11.5911	5.7634	12.1545	0.0176	-0.0099	-0.0182
Si	11.597	-5.7784	12.2029	0.025	0.0059	-0.0232
Si	11.571	-1.9342	12.2011	0.0134	-0.0154	-0.0382
Si	-1.9518	1.883	13.6875	-0.0276	-0.0055	0.0826
Si	-1.936	5.7747	13.5827	-0.0249	0.0401	0.0214
Si	-1.967	-5.8492	13.6874	0.0006	0.0032	-0.0091
Si	-1.9352	-2.0572	13.6049	-0.0304	-0.0315	-0.0004
Si	1.9024	1.8485	13.6928	-0.0019	-0.0036	-0.0041
Si	1.9116	5.6817	13.7201	0.0157	-0.0047	0.0206
Si	1.9573	-5.8543	13.6579	-0.0107	-0.006	0.002
Si	1.9515	-1.9428	13.7697	-0.0128	-0.0209	0.0291
Si	5.8093	1.8722	13.7405	0.0315	-0.0127	0.0459
Si	5.8163	5.7153	13.6817	0.0117	-0.0114	0.0209
Si	5.8358	-5.7937	13.7095	0.0055	0.0026	0.0085
Si	5.8251	-1.9509	13.7371	0.0312	0.0209	-0.001
Si	9.6666	1.9125	13.5532	0.0051	0.0048	-0.0186
Si	9.6665	5.7283	13.4863	-0.0281	-0.0005	-0.0225
Si	9.6855	-5.8346	13.5605	0.0213	0.0097	-0.0111
Si	9.6576	-1.9201	13.5712	-0.0112	-0.0055	0.0189
Si	-1.9365	-0.1548	14.9254	-0.0428	0.0368	0.005
Si	-1.973	3.9163	14.9667	0.0238	-0.0721	-0.0195
Si	-2.0355	-7.7804	15.0541	0.011	0.0163	-0.0243
Si	-1.9854	-3.9359	15.0462	-0.0196	0.0198	-0.0552
Si	1.8963	0.0131	15.1754	-0.0036	-0.0312	0.0091
Si	1.829	3.7295	15.0944	-0.0335	0.0289	-0.0334
Si	1.9402	-7.7617	15.0555	-0.0233	0.019	-0.0205
Si	2.0008	-3.9524	15.0304	0.0221	0.0218	-0.0245
Si	5.8281	-0.0465	15.1511	-0.0227	-0.0074	-0.0329
Si	5.7911	3.8143	15.0927	0.0022	-0.0045	0.003
Si	5.8838	-7.7434	15.0339	-0.009	-0.0137	-0.0261
Si	5.8745	-3.8722	15.109	-0.0234	-0.0199	-0.0369
Si	9.6463	0.0223	14.9286	0.0447	-0.0425	-0.0021
Si	9.6759	3.852	14.8701	0.02	-0.0215	-0.0303
Si	9.7028	-7.8008	14.8778	0.0138	-0.0122	-0.0359
Si	9.7178	-3.884	14.8537	0.0316	-0.0084	-0.0196
Si	-0.1592	-0.0896	16.4623	0.0658	-0.0074	0.0461
Si	-0.148	3.7311	16.466	-0.0137	-0.0365	0.0344
Si	0.0266	5.6776	17.7607	0.0536	-0.0083	0.043
Si	0.0125	-3.9707	16.2943	-0.0009	0.033	0.0127
Si	3.8928	0.0147	16.5382	-0.0425	-0.0643	0.0181
Si	4.0759	1.9778	17.9012	0.0392	-0.0324	0.0254
Si	1.9587	-6.1546	18.9127	0.0135	0.1532	-0.7645
Si	3.9298	-3.9189	16.4581	0.0088	0.0276	0.0078
Si	7.8336	0.0251	16.4399	-0.0079	-0.0327	0.0485
Si	7.941	5.7597	17.7697	0.0242	-0.0087	0.0555
Si	7.8725	-7.7526	16.3364	-0.0218	0.079	0.0209
Si	7.9106	-3.8868	16.3358	-0.0081	0.0017	0.0655
Si	11.5483	-0.0845	16.3011	0.0051	0.0011	-0.0357
Si	11.6512	3.897	16.1333	-0.0178	0.0145	0.0006
Si	10.9634	-5.8583	17.5481	-0.2217	0.0414	-0.5076
Si	11.5299	-3.878	16.3599	0.0301	-0.0206	0.0509
Si	-0.9885	1.8178	17.6678	-0.0213	0.001	-0.0168
Si	-0.0603	-7.8129	16.3539	0.0038	0.0279	0.013
Si	-0.0129	-5.8618	17.6585	0.5106	-0.0863	-0.2714
Si	0.2698	-2.1128	17.6798	-0.2461	0.1506	-0.6633
Si	3.7794	3.7801	16.411	0.005	0.0353	0.0165
Si	3.9326	5.7046	17.7249	-0.0757	0.0281	0.0202
Si	3.9442	-7.7666	16.3554	-0.0069	0.019	0.0103
Si	3.4704	-1.9911	17.7524	0.3118	0.0756	-0.7054
Si	8.0225	2.0096	17.7641	0.0403	-0.0834	-0.0289
Si	7.8447	3.8666	16.3204	-0.0245	0.0756	0.0275
Si	8.5044	-5.8419	17.5558	0.2845	0.04	-0.6079
Si	8.5227	-1.9563	17.5596	0.3141	0.039	-0.5981
Si	10.1723	2.3272	18.815	-0.0439	-0.0425	-0.7992
Si	11.786	5.6959	17.6735	0.0278	-0.018	-0.015
Si	11.5843	-7.7658	16.2912	-0.0012	0.0372	0.0071
Si	11.6028	-2.0391	19.9996	-0.0392	0.0382	-0.7124
Si	-0.677	-1.6636	20.506	-0.0688	-0.0305	-0.1184
Si	13.8136	6.0266	18.9321	-0.0922	-0.25	-0.628
Si	6.4492	-5.5463	19.7789	-0.0596	-0.0444	-0.1896
Si	-0.2517	1.3982	19.857	-0.3399	0.1066	-0.6089
Si	2.8159	1.6286	19.8787	0.3773	0.1805	-0.5806
Si	1.9975	6.0684	19.0305	0.045	-0.2119	-0.6681
Si	3.9728	-5.8878	17.7615	-0.4437	0.0673	-0.2727
Si	4.1219	-1.0124	20.4727	0.0109	0.0629	-0.0805
Si	6.0938	2.792	18.9422	0.0184	0.0917	-0.5078
Si	5.9272	5.2256	18.8483	-0.0141	0.0861	-0.0381
Si	5.2378	-6.7426	22.1769	-0.0568	0.0157	-0.0398
Si	6.8718	-0.3584	21.4203	0.0132	0.0166	-0.0526
Si	12.0029	1.9554	17.3625	0.0559	-0.0596	-0.0034
Si	9.9478	5.4293	19.0837	-0.1055	0.3	-0.6609
Si	13.1693	-6.2752	19.5102	-0.0606	-0.0075	-0.0671
Si	10.9733	-1.9751	17.6718	-0.0618	0.0228	0.0722
Si	4.642	-7.7656	-4.6263	0.017	-0.0208	0.0013
Si	6.8214	-7.7375	-6.762	-0.0494	-0.0045	0.0833
Si	1.2159	-1.7162	25.0215	0.0393	0.006	0.0059
Si	0.4086	-3.4969	22.814	-0.0361	-0.0549	-0.0997
Si	8.0812	4.6417	22.7606	0.1159	-0.002	-0.0303
Si	0.7144	5.3107	21.5961	0.0169	0.0379	-0.2576
Si	3.9503	-1.4111	23.4203	0.0415	0.0197	-0.0168
Si	4.8536	3.0013	21.655	0.077	-0.0822	-0.229
Si	5.7203	-9.6589	21.1204	0.1394	0.0362	-0.5954
Si	-0.0246	5.2539	-8.4353	-0.0737	-0.0876	-0.0629
Si	1.6516	0.8732	-8.0619	-0.0408	0.0415	0.0406
Si	15.2909	1.4858	24.8747	-0.0433	0.1054	0.0091
Si	10.637	-9.3596	22.0699	-0.125	-0.1354	-0.2181
Si	10.1655	-4.0922	21.6013	0.0574	0.0868	0.0715
Si	9.7129	0.2671	20.9971	0.0849	-0.0636	-0.0741
Si	3.1684	-6.9892	-7.0338	0.1242	-0.0328	0.0463
Si	10.0002	-4.4216	24.5761	-0.0276	0.0505	-0.0239
Si	-4.4786	-4.1917	-2.3854	0.0315	0.0963	0.1283
Si	14.439	2.8522	22.2517	-0.5611	0.287	0.1653
Si	10.8613	-6.4092	22.9682	-0.0273	-0.0995	-0.0227
Si	2.8397	-1.2999	-6.1065	0.0531	0.0687	-0.0576
Si	13.7082	-5.7528	22.6098	0.0464	-0.1187	-0.1149
Si	12.5345	-1.3895	-7.1235	-0.0181	-0.0713	0.0716
Si	0.3193	-7.0449	-8.1055	0.0395	-0.0208	0.0168
Si	12.4778	3.8287	23.0017	0.503	-0.2375	-0.1585
Si	-3.8285	4.6574	-4.9459	-0.1022	0.0286	0.0987
Si	-2.1994	-6.5733	-6.2108	-0.0125	0.1079	0.0197
Si	4.4818	0.5333	-4.4508	0.0859	0.0289	0.0306
Si	9.7501	2.2346	23.0708	-0.0244	0.1563	-0.102
Si	0.3505	-2.7141	-6.8459	0.0361	-0.021	-0.0867
Si	5.6031	1.0275	23.7343	0.0017	-0.0348	-0.0411
Si	7.8265	-0.787	-7.7032	0.058	0.0334	-0.1226
Si	7.5352	-2.9219	20.3508	0.0356	0.0347	-0.0741
Si	5.6153	-5.0202	-6.8002	0.0758	-0.0978	0.0104
Si	5.1329	-2.3684	-7.7029	0.0238	-0.0025	-0.0815
Si	-1.3382	1.2832	-7.1202	0.0854	0.0252	0.0831
Si	8.8558	-9.2255	-5.2692	-0.0045	-0.0437	0.1079
Si	15.9849	-7.6324	23.0977	0.0257	0.0008	-0.0064
Si	17.6727	-5.3111	21.7759	-0.0098	0.0805	-0.0034
Si	7.0435	3.7252	-4.6549	0.0076	-0.0484	0.12
Si	-2.0891	-8.5891	-4.1381	0.1799	-0.0308	0.0689
Si	-3.0593	-2.277	-4.1697	-0.0636	0.0698	0.0963
Si	4.1106	3.5099	-5.0582	0.0959	-0.1471	0.0774
Si	5.5204	-4.8319	-3.8812	0.0917	0.0919	0.104
Si	1.7461	3.4595	-6.5961	-0.0544	-0.0582	0.066
Si	-0.0485	1.97	-4.4559	-0.0109	0.0645	0.0919
Si	-2.6574	3.9619	-7.7949	0.0526	0.0175	0.1242
Si	7.4601	0.6248	-5.0685	-0.1613	-0.0372	0.0641
Si	11.3553	-0.1331	-2.071	0.186	-0.0003	0.612
Si	10.8329	2.8958	-2.6114	0.0385	0.0932	0.1465
Si	11.2756	-7.2634	-1.9602	0.3097	0.0067	0.5658
Si	12.3302	-3.761	0.1356	0.2748	-0.157	0.5892
Si	14.5738	0.0377	0.1496	-0.1577	-0.0955	0.6539
Si	15.5873	3.8391	-2.0059	-0.3127	-0.1	0.6112
Si	15.435	-8.37	-2.3597	-0.1911	0.2177	0.7062
Si	15.9203	-3.4431	-2.1718	-0.3364	0.0312	0.6137
Si	19.0617	-0.2674	-1.8591	0.3043	0.1149	0.6284
Si	18.6331	4.0731	-2.0435	0.3559	-0.2133	0.4952
Si	18.4361	-8.2037	-2.675	0.0713	0.149	0.0493
Si	19.0304	-3.3994	-1.8762	0.2027	-0.1473	0.7347
Si	23.7906	-0.5859	-2.4254	-0.064	-0.0531	0.0869
Si	23.4858	3.9284	-2.0148	-0.4061	-0.1025	0.453
Si	23.9456	-8.4488	-2.4659	-0.0942	-0.0675	0.0692
Si	23.3324	-3.6083	-1.934	-0.1839	0.1139	0.6077
Si	16.057	-0.2903	-2.4924	-0.0949	-0.0247	0.0889
Si	14.6265	3.7983	0.1065	-0.0355	-0.0112	0.0205
Si	14.7267	-7.7472	-0.1198	0.0009	0.025	-0.0127
Si	14.7703	-3.7747	-0.0662	0.006	-0.018	-0.0054
Si	19.3617	-1.8779	1.4529	-0.0019	0.0157	-0.0058
Si	19.8652	3.8414	-0.0321	-0.0073	0.0119	0.0512
Si	19.8546	-7.5908	-0.0132	0.2505	-0.0987	0.559
Si	19.9601	-3.7719	0.197	-0.0001	0.0277	0.0182
Si	22.3469	0.0527	0.2628	-0.2601	-0.0929	0.6162
Si	22.303	3.8317	0.0045	-0.045	0.0393	0.0737
Si	22.9726	-5.7591	1.2381	0.0242	-0.0318	-0.0679
Si	22.3625	-3.7465	0.1672	-0.0163	0.0045	0.0232
Si	27.6103	0.051	0.1118	0.0194	-0.0273	0.0052
Si	27.6433	3.8987	-0.0021	0.194	-0.0241	0.5596
Si	27.6087	-7.5883	0.135	0.0347	0.0106	0.0302
Si	-16.2957	-4.1771	-4.5838	-0.0127	-0.0714	0.097
Si	15.2312	1.9267	1.3773	0.0551	0.0048	-0.0401
Si	15.2354	5.771	1.2699	0.0116	-0.0351	-0.0387
Si	15.3132	-5.7676	1.1401	0.0229	0.0139	-0.0777
Si	15.2899	-1.9069	1.3046	0.0103	-0.0173	-0.0836
Si	19.308	1.9968	1.3455	-0.0067	-0.0121	-0.0631
Si	19.3005	5.8087	1.2074	-0.0173	0.0004	-0.0902
Si	19.343	-5.7302	1.334	-0.0261	-0.0371	-0.0533
Si	19.9479	0.0438	0.2382	0.0572	0.0085	0.036
Si	22.9269	2.0108	1.3883	-0.0169	-0.0137	-0.0923
Si	22.9042	5.7929	1.2366	0.0127	-0.0047	-0.0978
Si	22.2828	-7.6752	-0.0364	-0.1648	0.0362	0.6175
Si	22.9582	-1.8791	1.4499	0.0151	0.0432	-0.0414
Si	27.012	1.9992	1.2925	-0.0197	0.0276	-0.0598
Si	27.0039	5.8121	1.2567	-0.0305	0.015	-0.067
Si	27.0646	-5.6407	1.3179	-0.0145	0.0007	-0.0239
Si	27.0372	-1.8972	1.2925	-0.0386	0.0233	-0.063
Si	13.4201	1.9341	2.8524	-0.0023	-0.0189	-0.0277
Si	13.4303	5.7811	2.7746	0.0058	-0.0057	-0.057
Si	13.5405	-5.7495	2.7492	0.0349	0.0063	-0.0385
Si	13.5134	-1.9102	2.8635	0.0115	0.0227	-0.0317
Si	17.2778	1.9578	2.5648	0.0063	-0.0057	0.0349
Si	17.2826	5.7841	2.4863	0.0202	0.0113	0.0152
Si	17.2859	-5.7448	2.4967	-0.024	0.0118	0.0128
Si	17.2936	-1.8934	2.5764	-0.0123	0.0027	0.0371
Si	21.1088	2.006	2.8555	-0.0295	-0.0301	-0.0455
Si	21.1028	5.8256	2.7418	-0.0061	0.027	-0.0152
Si	21.1836	-5.7567	2.7835	0.0107	-0.0211	-0.0232
Si	21.1572	-1.8723	2.9338	-0.016	0.0158	-0.0645
Si	24.9943	1.993	2.549	0.0036	-0.0054	0.0307
Si	24.9587	5.8044	2.4827	-0.009	-0.0056	0.0225
Si	25.001	-5.7138	2.5031	-0.008	0.0271	0.0174
Si	25.0279	-1.892	2.571	-0.0044	0.0022	0.0393
Si	13.4665	0.0136	4.1758	0.0055	-0.0025	0.0346
Si	13.441	3.8768	4.1378	-0.0116	-0.0117	0.0178
Si	13.4674	-7.6734	4.0943	-0.0163	0.0042	-0.0198
Si	13.5026	-3.8601	4.1353	0.0205	0.014	0.015
Si	17.2971	0.0332	3.9556	0.014	0.002	0.0072
Si	17.2887	3.8905	3.9311	-0.0206	-0.0111	-0.0164
Si	17.2906	-7.6754	3.89	0.0199	0.006	-0.0108
Si	17.2901	-3.8385	3.9304	0.0039	0.0035	-0.0129
Si	21.1425	0.0805	4.1772	-0.0007	0.0002	0.0398
Si	21.1226	3.9366	4.1294	-0.0093	0.023	-0.0009
Si	21.1442	-7.6669	4.1014	0.0042	-0.0209	0.0195
Si	21.1656	-3.8467	4.1469	0.0077	-0.0057	-0.0052
Si	25.0094	0.0537	3.9344	-0.0119	0.0027	-0.0004
Si	24.9901	3.9116	3.9303	-0.0014	0.0025	-0.0084
Si	24.9949	-7.652	3.8875	0.006	-0.0074	-0.0088
Si	25.0033	-3.8208	3.9447	-0.0094	-0.0107	-0.0152
Si	15.4384	0.0283	5.4223	0.0244	0.004	0.0226
Si	15.4191	3.8738	5.3917	0.0527	-0.0053	0.0241
Si	15.4309	-7.6828	5.3727	0.0441	0.0036	0.0264
Si	15.4482	-3.8392	5.4161	0.0256	0.0087	0.0176
Si	19.1668	0.0422	5.4107	-0.036	-0.0092	0.0159
Si	19.1596	3.8969	5.3905	-0.0461	0.0074	0.0307
Si	19.1677	-7.6611	5.3562	-0.0321	-0.0024	0.0261
Si	19.1788	-3.8374	5.3756	-0.0521	-0.0001	0.0095
Si	23.1323	0.0595	5.3923	0.0109	-0.0139	0.0106
Si	23.105	3.906	5.3727	0.0492	0.0093	0.0283
Si	23.1198	-7.658	5.3565	0.0148	0.0032	0.0325
Si	23.1298	-3.8165	5.3992	0.0295	0.0076	0.0133
Si	26.8754	0.0373	5.3967	-0.0239	0.0038	0.0209
Si	26.8605	3.8964	5.3959	-0.0175	-0.0032	0.0291
Si	26.8736	-7.6502	5.3579	-0.0332	-0.0071	0.0242
Si	26.8845	-3.8233	5.3912	-0.0461	0.0021	0.0326
Si	15.384	1.911	12.2099	-0.0061	-0.0004	-0.0137
Si	15.4342	5.8061	12.1795	-0.008	0.0127	-0.0167
Si	15.4066	-5.7506	12.218	-0.0293	0.0079	-0.0192
Si	15.4392	-1.9229	12.2429	-0.0224	0.0089	-0.0201
Si	19.2489	1.9442	12.2117	0.0223	-0.0118	-0.0322
Si	19.2391	5.7991	12.2266	0.0176	0.0296	-0.0049
Si	19.3021	-5.7249	12.1603	0.0161	0.0058	-0.0156
Si	19.2784	-1.8601	12.2581	0.0133	-0.0187	-0.0205
Si	22.9996	1.9555	12.1509	-0.0306	0.0108	-0.0239
Si	23.0232	5.8033	12.1399	-0.0101	-0.0088	-0.0377
Si	23.0427	-5.7134	12.1498	-0.026	-0.0115	-0.0112
Si	23.0446	-1.8717	12.1932	-0.0223	-0.0025	-0.0355
Si	26.9427	1.9494	12.131	0.0213	0.0037	-0.0123
Si	26.9059	5.8168	12.0949	0.0191	-0.014	-0.0164
Si	26.9498	-5.7279	12.1356	0.0223	0.0063	-0.0092
Si	26.9175	-1.882	12.1625	0.0174	-0.0023	-0.0321
Si	13.4914	1.8688	13.6096	-0.008	-0.009	0.0618
Si	13.5102	5.8216	13.4919	-0.0256	0.0258	0.0333
Si	13.4879	-5.726	13.5996	0.0051	0.01	-0.0136
Si	13.4864	-1.9821	13.5522	-0.0205	-0.039	0.0011
Si	17.3147	1.9383	13.5519	-0.0171	-0.0142	-0.0239
Si	17.3138	5.7773	13.6048	-0.0164	-0.0046	0.0314
Si	17.3884	-5.7616	13.4882	-0.0156	-0.0094	-0.0132
Si	17.364	-1.8482	13.6374	-0.0114	-0.0318	0.0384
Si	21.136	1.9341	13.6152	0.0174	0.0037	0.0563
Si	21.1617	5.8238	13.5798	0.0236	-0.0365	0.0337
Si	21.1756	-5.6717	13.5867	-0.0105	-0.0033	0.0209
Si	21.1919	-1.8587	13.6637	0.0654	0.0296	0.017
Si	24.9786	1.948	13.3827	-0.0409	-0.021	-0.0051
Si	24.9805	5.7971	13.4104	0.0032	-0.0065	0.0241
Si	25.0071	-5.7363	13.4138	-0.013	0.013	0.0038
Si	24.9885	-1.8549	13.5027	-0.0188	-0.0145	0.0176
Si	13.4765	-0.1302	14.9407	-0.0213	0.0417	-0.0001
Si	13.5398	3.906	14.8054	-0.0131	-0.0192	-0.047
Si	13.4718	-7.6703	14.8875	0.0198	-0.0006	-0.0013
Si	13.498	-3.8283	15.0148	0.0002	-0.0147	-0.0264
Si	17.3137	0.1164	15.0287	0.0175	-0.0169	0.0167
Si	17.2594	3.8138	14.9566	-0.0223	0.0275	0.0003
Si	17.3935	-7.6352	14.9014	-0.0094	0.0205	-0.0199
Si	17.4426	-3.8719	14.8526	0.0247	0.0256	-0.0165
Si	21.1714	0.0526	15.0804	-0.0419	-0.0098	-0.0174
Si	21.0883	3.8851	14.932	-0.0426	-0.0098	-0.0396
Si	21.2079	-7.6039	14.9089	0.0038	-0.0099	-0.0506
Si	21.2238	-3.782	15.037	-0.0225	-0.0378	-0.0225
Si	24.9448	0.1159	14.811	0.042	-0.0191	-0.0198
Si	24.9634	3.8493	14.6999	0.026	0.0153	-0.0084
Si	24.983	-7.6651	14.7283	0.0088	-0.0125	-0.0765
Si	25.0298	-3.832	14.7609	0.0422	0.0039	-0.0341
Si	15.3354	-0.0102	16.3763	0.0074	0.0493	0.0083
Si	15.3204	3.813	16.3223	-0.057	-0.0639	0.0371
Si	15.5696	5.8556	17.4498	0.0966	-0.0261	-0.0634
Si	15.5465	-3.8035	16.1939	-0.0361	0.0135	-0.0118
Si	19.23	0.1087	16.4704	0.0002	-0.0222	0.0174
Si	19.4209	2.1039	17.8191	-0.009	-0.0953	0.0467
Si	17.3549	-6.0672	18.8799	0.0627	0.132	-0.6768
Si	19.2653	-3.795	16.3711	0.022	0.0256	0.0178
Si	23.1757	0.1579	16.3691	0.0246	-0.0014	0.0807
Si	23.4172	5.8397	17.3781	0.0446	-0.0475	0.0569
Si	23.1798	-7.57	16.1853	0.0101	0.0527	0.0576
Si	23.2558	-3.8228	16.2715	0.0302	0.0218	0.0877
Si	26.8492	0.0253	16.1545	-0.0003	-0.0018	-0.0163
Si	26.7261	3.9633	16.2241	0.0307	-0.0051	0.0279
Si	26.4091	-5.7723	17.5749	0.0267	0.0681	-0.0038
Si	26.8384	-3.8524	16.2519	-0.0137	0.0012	0.0337
Si	14.4457	1.9042	17.5333	-0.0151	0.0008	-0.0391
Si	15.42	-7.6036	16.1633	0.0087	0.0425	-0.0034
Si	15.4621	-5.6879	17.5569	0.4591	-0.0996	-0.2849
Si	16.0752	-1.9663	17.5625	0.3293	0.1948	-0.4999
Si	19.1603	3.8977	16.32	0.0067	0.0465	0.0211
Si	19.4046	5.8171	17.6525	-0.0402	0.0442	-0.0064
Si	19.3257	-7.6448	16.2802	-0.029	0.0231	0.0254
Si	18.5698	-1.8879	17.6277	-0.2609	0.0978	-0.5814
Si	23.3816	2.1937	17.6641	0.0699	-0.0514	-0.0702
Si	23.1161	3.9134	16.0899	-0.0225	0.0725	-0.0149
Si	23.8893	-5.7501	17.5646	0.294	0.0325	-0.6565
Si	23.8525	-1.8562	17.4285	0.2418	0.0373	-0.6434
Si	25.4798	2.2577	18.9221	-0.0684	-0.44	-0.2405
Si	25.869	5.8016	17.5941	-0.0153	0.0474	-0.0116
Si	26.7106	-7.7216	16.2889	0.0217	-0.018	0.0559
Si	-19.4023	-1.6768	19.7022	0.0126	-0.0504	-0.7038
Si	14.7639	-1.5541	20.305	-0.0359	-0.08	-0.0164
Si	29.2285	6.2034	19.4314	0.2641	-0.1308	-0.59
Si	21.7826	-5.4103	19.7366	-0.032	-0.035	-0.1609
Si	15.1024	1.5199	19.7084	-0.28	0.0989	-0.5632
Si	18.1226	1.7951	19.7956	0.3945	0.2169	-0.6207
Si	17.4022	6.1706	18.8891	0.1949	-0.207	-0.619
Si	19.3316	-5.7603	17.6949	-0.4274	0.0748	-0.324
Si	19.239	-0.9397	20.3928	0.0283	-0.0086	-0.0681
Si	21.4529	2.9198	18.8436	0.0647	0.1163	-0.4506
Si	21.4699	5.3678	18.738	0.0341	0.0067	-0.0327
Si	20.5254	-6.6284	22.1288	-0.1009	-0.0097	-0.0312
Si	22.0897	-0.2291	21.2685	-0.0348	0.0139	-0.0316
Si	27.2565	1.9739	17.394	0.069	0.01	0.0275
Si	-19.6835	5.109	19.7549	-0.2976	0.3337	-0.5927
Si	28.3891	-6.1487	18.9389	-0.0623	0.1861	-0.5997
Si	26.2821	-1.8792	17.4225	-0.0475	-0.0022	0.0717
Si	20.0062	-7.139	-5.1055	-0.0789	-0.0428	-0.0132
Si	22.3827	-7.1665	-6.8874	-0.0767	0.0071	0.1104
Si	16.3875	-1.4106	25.0309	0.014	0.0352	0.0181
Si	15.6527	-3.289	22.8303	0.0605	-0.0228	-0.1771
Si	23.23	4.8299	22.8701	0.0876	0.0216	-0.0695
Si	15.7404	5.226	21.1826	0.0141	0.0473	-0.2055
Si	19.0726	-1.2126	23.3408	0.0135	-0.0324	0.0036
Si	20.1966	3.134	21.5485	0.0762	-0.0663	-0.2093
Si	21.0995	-9.4928	21.0075	0.112	0.0438	-0.6196
Si	15.2216	5.2448	-8.5007	-0.0359	-0.1716	0.0138
Si	16.9494	0.956	-8.018	-0.0968	-0.0049	0.0958
Si	-14.9428	1.6249	24.7421	-0.0649	0.0235	0.0017
Si	-20.2024	-9.2588	22.7512	0.1118	-0.1902	-0.2201
Si	-20.5548	-3.808	21.4336	-0.0387	0.0467	0.0118
Si	24.8268	0.6404	20.4663	0.2404	0.4174	-0.4575
Si	18.4519	-6.2828	-7.622	0.1558	-0.0257	0.0116
Si	-20.403	-3.7382	24.3853	-0.0295	-0.0398	-0.0176
Si	10.8611	-4.2772	-2.5091	-0.0114	0.0893	0.0668
Si	-15.8473	3.2558	22.3836	-0.0196	-0.0094	-0.0626
Si	-19.7219	-6.1821	22.9282	0.0381	0.0898	-0.0024
Si	18.0069	-1.287	-6.3288	-0.0066	0.0439	-0.0764
Si	-17.1394	-5.357	21.8571	0.0414	-0.0162	-0.0201
Si	-17.9753	-1.3483	-6.9338	-0.1106	-0.0522	0.1071
Si	15.4401	-7.0006	-8.2285	-0.0946	0.0423	0.0027
Si	-18.6808	3.8397	23.7425	0.0134	0.0539	0.1199
Si	11.5244	4.6328	-5.1499	-0.0093	-0.0379	0.0607
Si	13.0456	-6.3464	-6.2173	0.0126	0.0855	-0.0394
Si	19.8044	0.443	-4.6371	0.0522	0.0256	0.0204
Si	24.8571	2.2971	23.0008	-0.0182	0.1097	0.0205
Si	15.4822	-2.6317	-6.9585	-0.063	0.0261	-0.0564
Si	20.8864	1.1545	23.6219	-0.0201	-0.0188	0.0239
Si	23.5567	-1.4356	-7.3499	-0.1717	-0.0323	-0.0503
Si	22.9095	-2.7961	20.2667	0.043	0.0295	-0.119
Si	22.0605	-4.0654	-6.5644	0.007	-0.0639	0.0359
Si	19.433	-3.4323	-7.989	0.0668	0.0277	-0.0202
Si	14.0176	1.2285	-6.9596	0.0445	-0.0152	0.0571
Si	24.109	-9.1595	-5.4505	-0.0223	-0.0502	0.1153
Si	-13.0014	-7.4385	22.9912	0.0674	0.0104	-0.0352
Si	-14.2402	-5.147	21.7188	-0.0938	0.0188	-0.0306
Si	22.4823	3.6456	-4.9755	0.053	-0.0409	0.1358
Si	12.9493	-8.5179	-4.1512	0.1844	0.0079	0.1737
Si	12.1442	-2.2346	-4.2537	-0.0595	0.024	0.0684
Si	19.4842	3.42	-5.0169	-0.0335	-0.0126	0.0784
Si	21.1464	-4.6623	-3.7919	0.0377	0.1396	0.1357
Si	17.0185	3.5618	-6.5193	-0.067	0.0039	-0.0273
Si	15.2655	1.9754	-4.3803	-0.0261	0.0231	0.088
Si	12.6574	3.7539	-7.9468	-0.0688	0.0779	0.0202
Si	22.8375	0.5711	-5.1525	-0.1495	0.0313	0.0686
Si	-19.2967	0.0455	-2.1083	0.1087	0.0296	0.6681
Si	-19.9026	3.0242	-2.6226	0.0295	0.1086	0.1673
Si	-19.3479	-7.2021	-2.0078	0.213	-0.0336	0.6704
Si	27.6197	-3.7543	-0.0631	-0.0097	-0.0096	0.0207
Si	30.0034	0.0446	0.1565	-0.1995	-0.035	0.6647
Si	-15.0709	3.7587	-1.9997	-0.2676	0.0102	0.6298
Si	-15.1048	-8.527	-2.804	-0.0301	-0.0235	0.1948
Si	-14.8451	-3.5446	-2.0907	-0.321	0.0386	0.5625
Si	-11.5707	-0.4366	-1.7338	0.2958	0.1313	0.6178
Si	-12.0425	3.8925	-1.8917	0.3546	-0.2743	0.4344
Si	-12.1548	-8.4715	-2.5685	0.0694	0.1019	0.0989
Si	-11.7527	-3.565	-1.8268	0.2533	-0.1711	0.6902
Si	-6.9101	-0.6496	-2.2336	-0.0879	-0.0848	0.0884
Si	-7.1734	3.7789	-1.884	-0.4358	-0.0829	0.4511
Si	-6.7716	-8.5903	-2.3851	-0.1477	-0.0826	0.0875
Si	-7.5313	-3.6365	-1.9198	-0.1566	0.1677	0.6531
Si	-14.5445	-0.4136	-2.3874	-0.109	-0.0484	0.1271
Si	30.0615	3.8457	0.0874	-0.0269	-0.0255	0.0371
Si	30.0186	-7.685	0.0743	-0.2154	0.0317	0.6705
Si	30.0811	-3.7724	-0.0667	-0.039	-0.0031	0.0135
Si	-11.384	-1.9993	1.5056	0.0005	0.0145	-0.0113
Si	-10.8264	3.7153	0.1071	0.002	0.0082	0.051
Si	-10.8753	-7.6994	0.0904	0.2877	-0.0706	0.5683
Si	-10.7497	-3.8944	0.2338	0.011	0.0311	0.0305
Si	-8.3427	-0.0365	0.4714	-0.3194	-0.1081	0.5864
Si	-8.3983	3.7214	0.1236	-0.0275	0.0376	0.0571
Si	-7.7811	-5.8491	1.3441	0.009	-0.0262	-0.08
Si	-8.339	-3.8307	0.2545	-0.0267	0.0073	0.0132
Si	-3.1453	-0.0759	0.2143	-0.0145	0.0098	-0.0017
Si	-3.1216	3.7944	0.1174	0.1636	0.0063	0.5874
Si	-3.1966	-7.6311	0.2226	0.0247	0.0164	0.0338
Si	-0.8192	-4.3335	-4.7737	-0.0177	-0.0286	0.0594
Si	30.6411	1.9546	1.3664	0.0495	0.0133	-0.0414
Si	30.6462	5.7806	1.3181	0.017	-0.0119	-0.0999
Si	30.6668	-5.7089	1.2245	0.0247	-0.0112	-0.0945
Si	30.6517	-1.9174	1.3138	0.0355	0.0084	-0.106
Si	-11.4204	1.884	1.4519	-0.0054	-0.024	-0.0623
Si	-11.4324	5.7073	1.299	-0.014	-0.016	-0.0815
Si	-11.4076	-5.8147	1.4034	-0.0307	-0.0517	-0.0549
Si	-10.7283	-0.0664	0.3582	0.0644	-0.0019	0.0575
Si	-7.8111	1.9379	1.5651	-0.0297	0.0037	-0.0905
Si	-7.8387	5.6998	1.3514	0.0034	-0.0111	-0.1063
Si	-8.4389	-7.776	0.0633	-0.1944	0.0398	0.5963
Si	-7.787	-1.9918	1.6098	0.0147	0.04	-0.0667
Si	-3.7476	1.8912	1.3944	-0.0251	0.0094	-0.0719
Si	-3.7757	5.7413	1.3346	-0.0241	0.0132	-0.0752
Si	-3.7644	-5.7509	1.4939	-0.0194	0.023	-0.0588
Si	-3.7339	-1.8935	1.5854	-0.0272	-0.0061	-0.053
Si	28.81	1.9734	2.825	0.0021	-0.0189	-0.0294
Si	28.8128	5.7981	2.7862	-0.0108	0.0079	-0.0258
Si	28.886	-5.693	2.7852	-0.0028	-0.0431	-0.0574
Si	28.8397	-1.9065	2.8075	-0.0159	0.0292	-0.0418
Si	-13.4891	1.9275	2.5989	0.0018	-0.0034	0.0402
Si	-13.4709	5.753	2.5407	0.0152	0.0127	0.028
Si	-13.4872	-5.7548	2.5376	-0.0155	0.0176	0.0388
Si	-13.4836	-1.9421	2.5882	-0.0219	0.0038	0.0443
Si	-9.6517	1.9276	2.9908	-0.0342	-0.0276	-0.0424
Si	-9.6499	5.7441	2.846	-0.0009	0.0293	-0.0157
Si	-9.5855	-5.8301	2.8745	0.0043	-0.0269	-0.024
Si	-9.6254	-1.9744	3.0392	-0.0206	0.0078	-0.0682
Si	-5.744	1.912	2.6938	0.0155	-0.0024	0.033
Si	-5.7971	5.7276	2.6009	-0.0101	-0.0055	0.0257
Si	-5.8005	-5.8078	2.6703	-0.0178	0.0409	0.0216
Si	-5.7559	-1.9473	2.7819	-0.023	0.0053	0.0398
Si	28.8299	0.029	4.1196	-0.0023	0.0163	0.0283
Si	28.8289	3.8943	4.1406	-0.0031	-0.0082	0.0237
Si	28.8439	-7.6451	4.0876	-0.0023	-0.0088	0.0175
Si	28.8659	-3.8096	4.1503	0.0268	-0.005	0.0032
Si	-13.4842	-0.0072	3.9721	0.0134	0.0072	0.0005
Si	-13.4765	3.8578	3.976	-0.0088	-0.01	-0.0221
Si	-13.4797	-7.6928	3.925	0.0048	0.0089	-0.0083
Si	-13.4803	-3.8605	3.9761	0.0129	0.0002	-0.0295
Si	-9.6306	-0.01	4.2803	-0.0064	-0.0017	0.044
Si	-9.6442	3.8687	4.2433	-0.008	0.0232	0.0058
Si	-9.622	-7.7379	4.1928	0.0049	-0.0153	0.0208
Si	-9.6104	-3.9328	4.2581	0.0141	0.0001	0.0037
Si	-5.7704	0.0009	4.1083	-0.0176	-0.0029	-0.0061
Si	-5.761	3.8412	4.0555	-0.0032	-0.001	-0.0151
Si	-5.7846	-7.7452	4.0301	-0.0077	-0.0042	-0.0109
Si	-5.7692	-3.9026	4.0974	0.0122	-0.0141	0.0038
Si	-15.3666	0.0168	5.4031	0.0272	0.0015	0.0266
Si	-15.3621	3.8703	5.4089	0.05	-0.0026	0.0277
Si	-15.3563	-7.6778	5.3809	0.0298	-0.0003	0.0268
Si	-15.343	-3.8299	5.4284	0.0334	0.0048	0.0199
Si	-11.6335	-0.0063	5.4684	-0.0404	-0.006	0.0114
Si	-11.6266	3.8572	5.4664	-0.0468	0.0105	0.0289
Si	-11.6177	-7.699	5.4168	-0.0299	0.0052	0.0296
Si	-11.6147	-3.8802	5.4528	-0.0539	0.0038	0.0188
Si	-7.6596	-0.0054	5.5293	0.0043	-0.0116	0.0211
Si	-7.6629	3.8367	5.4878	0.041	0.0081	0.0246
Si	-7.6665	-7.7349	5.4789	0.0144	-0.0076	0.0343
Si	-7.655	-3.89	5.5258	0.0257	0.0064	0.0187
Si	-3.8768	-0.0204	5.5291	-0.0194	-0.0057	0.03
Si	-3.8844	3.8258	5.5037	-0.0132	-0.0018	0.0286
Si	-3.8915	-7.7329	5.4789	-0.0354	0.0028	0.0177
Si	-3.8717	-3.8916	5.5153	-0.0141	0.0029	0.0192
Si	-15.4627	1.9517	12.2571	0.0223	0.0111	-0.0124
Si	-15.428	5.8028	12.2262	-0.0049	0	-0.0206
Si	-15.4492	-5.7558	12.2688	-0.022	-0.003	0.0044
Si	-15.3858	-1.905	12.2635	-0.0096	0.0056	-0.0179
Si	-11.5968	1.9038	12.2871	0.0179	-0.0042	-0.037
Si	-11.609	5.763	12.2827	-0.0028	0.0109	-0.0085
Si	-11.5766	-5.7411	12.2567	0.0207	-0.006	-0.0141
Si	-11.5748	-1.9027	12.3545	0.0218	-0.0001	-0.0125
Si	-7.7803	1.8923	12.2042	-0.0382	0.0048	-0.0096
Si	-7.7708	5.7456	12.1999	-0.0095	0.0181	-0.0353
Si	-7.7689	-5.7655	12.1963	-0.0324	-0.0166	-0.0189
Si	-7.7521	-1.9388	12.2577	-0.0142	-0.0117	-0.0246
Si	-3.8023	1.8593	12.2166	0.0277	0.0026	-0.016
Si	-3.8281	5.7411	12.1901	0.011	-0.0204	-0.0132
Si	-3.8171	-5.8034	12.2179	0.0154	0.0097	-0.0231
Si	-3.8555	-1.9785	12.251	0.0028	-0.0041	-0.0279
Si	28.7692	1.9716	13.6189	-0.0366	-0.0149	0.0779
Si	28.7689	5.838	13.5003	0.0008	0.036	0.003
Si	28.7711	-5.7516	13.6316	-0.0017	0.0016	-0.0077
Si	28.8173	-1.933	13.5433	-0.0138	-0.0256	-0.0219
Si	-13.5464	1.9322	13.6341	-0.0024	-0.001	0.0126
Si	-13.5497	5.7621	13.6571	0.0235	0.0086	0.0143
Si	-13.5052	-5.7475	13.6073	-0.0104	-0.0113	0.0175
Si	-13.5143	-1.8619	13.7374	-0.0064	-0.0064	0.0458
Si	-9.6647	1.8674	13.6362	-0.0061	0.0039	0.0521
Si	-9.665	5.7739	13.6054	0.0074	-0.0468	0.0212
Si	-9.6534	-5.7058	13.6151	-0.012	0.007	0.0078
Si	-9.6195	-1.9129	13.7114	0.0329	0.0171	0.0094
Si	-5.7926	1.8436	13.4342	-0.0089	-0.0154	-0.0163
Si	-5.7944	5.7339	13.4529	-0.0272	0.0174	-0.0158
Si	-5.7997	-5.7758	13.4501	0.029	0.0209	-0.0313
Si	-5.8101	-1.9502	13.5811	-0.0091	-0.0197	-0.0088
Si	28.8093	-0.039	14.8899	-0.0204	0.014	0.0003
Si	28.6882	3.9921	14.8979	-0.0277	0.0117	-0.0236
Si	28.7006	-7.7133	14.9583	-0.0121	-0.0097	-0.0004
Si	28.8056	-3.8068	14.9724	-0.0205	-0.0047	-0.0215
Si	-13.5336	0.113	15.1302	0.0137	-0.0232	0.0046
Si	-13.6308	3.82	15.0364	-0.0194	0.028	-0.0338
Si	-13.5281	-7.6663	14.9769	-0.0288	0.0146	-0.0196
Si	-13.5104	-3.8596	15.0236	-0.024	0.013	-0.0241
Si	-9.5909	-0.001	15.1139	0.0018	0.015	-0.0357
Si	-9.7304	3.8186	14.9285	-0.0541	-0.0071	-0.0742
Si	-9.6733	-7.6438	14.9096	0.0115	-0.009	-0.0254
Si	-9.6106	-3.8333	15.0828	0.0094	-0.025	-0.0336
Si	-5.836	0.0149	14.8847	0.0082	-0.0502	0.0041
Si	-5.7732	3.7651	14.7076	0.0417	0.0388	-0.0301
Si	-5.8245	-7.7018	14.7346	-0.0472	-0.014	-0.0673
Si	-5.8193	-3.9199	14.8631	-0.0038	-0.0161	-0.0268
Si	30.5822	0.0688	16.4316	0.0479	-0.0189	0.0522
Si	30.5192	3.8753	16.3469	0.0256	-0.0322	0.0158
Si	30.7132	5.8251	17.6287	0.0436	0.0359	0.0507
Si	30.6915	-3.8569	16.3709	0.0004	0.0486	-0.0053
Si	-11.519	0.1063	16.4802	-0.0721	-0.0607	0.0189
Si	-11.2186	2.0843	17.7945	0.0945	-0.0513	-0.0018
Si	32.4649	-6.0971	18.8646	-0.0917	0.1668	-0.6475
Si	-11.5727	-3.8111	16.3985	0.0054	0.0435	0.0398
Si	-7.6033	0.0518	16.4667	-0.0067	-0.0066	0.0796
Si	-7.3756	5.7456	17.2151	0.0123	0.0073	0.0799
Si	-7.6851	-7.6361	16.1293	0.0082	0.0814	-0.0101
Si	-7.6217	-3.8981	16.3903	0.0114	0.0453	0.0849
Si	-3.9	-0.0672	16.1815	0.0394	-0.0181	-0.0196
Si	-3.9736	3.911	16.2037	-0.0676	0.0304	0.072
Si	-4.6444	-5.8807	17.6232	-0.2486	0.0631	-0.6062
Si	-3.9929	-3.9611	16.3306	0.0206	-0.0425	0.1069
Si	29.7149	2.0095	17.5801	-0.0383	-0.0054	-0.0167
Si	30.6421	-7.6679	16.2562	-0.0039	0.0062	-0.0484
Si	30.4426	-5.8031	17.6781	-0.0452	0.0259	-0.006
Si	31.0051	-1.927	17.6974	-0.3395	0.0927	-0.6566
Si	-11.6549	3.864	16.3277	0.0299	0.0248	-0.0095
Si	-11.4039	5.7944	17.6184	0.025	0.0003	-0.0295
Si	-11.5542	-7.65	16.296	-0.0476	0.0179	0.0197
Si	-11.9542	-1.8777	17.7137	0.3049	0.0689	-0.7513
Si	-7.3116	2.1248	17.6678	0.0545	-0.0721	-0.0198
Si	-7.6671	3.7862	16.0304	-0.0816	0.0131	0.0299
Si	-7.13	-5.8956	17.637	0.2787	0.0779	-0.5361
Si	-6.9458	-1.9605	17.6019	0.2162	0.0418	-0.7001
Si	-5.1324	2.1284	18.7769	-0.0283	0.2559	-0.6097
Si	-4.9661	-9.6393	17.4774	-0.0563	-0.0831	-0.6556
Si	-4.0968	-7.7597	16.2962	0.0146	-0.02	0.1115
Si	-3.6809	-2.1461	20.504	-0.003	0.0515	-0.1189
Si	-16.4415	-1.08	20.3221	0.0114	-0.0883	-0.1702
Si	-1.4849	5.8714	19.5393	0.3057	-0.1183	-0.5356
Si	-9.2615	-5.6066	19.8354	0.0969	-0.1371	-0.0882
Si	-15.5389	1.8585	19.6984	-0.4163	0.0846	-0.583
Si	-12.4226	1.7958	19.7761	0.3994	0.1292	-0.5159
Si	32.741	6.1253	18.8279	0.108	-0.1994	-0.6332
Si	-11.675	-5.7555	17.7037	-0.4175	0.0302	-0.3818
Si	-11.2372	-0.9558	20.4571	0.0007	0.043	-0.1159
Si	-9.2042	2.8719	18.848	0.0513	0.1519	-0.5719
Si	-9.2521	5.3109	18.5881	0.0176	-0.3319	-0.5792
Si	-9.969	-7.1348	22.5758	-0.1029	0.153	-0.1412
Si	-8.4941	-0.5748	21.6332	-0.0335	-0.034	-0.0657
Si	-3.3835	1.925	17.3065	0.101	-0.0466	-0.0511
Si	-4.1486	4.7486	20.1344	-0.034	-0.0584	-0.046
Si	-2.4202	-6.5168	19.5539	-0.037	-0.002	-0.1479
Si	-4.5075	-1.9656	17.4619	-0.3859	0.0358	-0.6452
Si	-10.6489	-7.4864	-4.8587	-0.0073	0.0167	-0.0413
Si	-8.3327	-7.4037	-6.7979	0.0113	0.0331	0.0847
Si	-14.4255	-1.4537	24.9081	0.049	-0.0198	0.0557
Si	-15.8099	-2.8733	22.7339	-0.0494	-0.1004	-0.021
Si	-7.2243	4.3974	23.1313	0.1384	-0.0105	-0.032
Si	-14.6246	-9.6089	21.4051	-0.0315	-0.1822	-0.1346
Si	-11.6684	-1.4171	23.3809	-0.0046	0.0752	0.022
Si	-10.3947	3.0467	21.6011	0.0238	-0.1061	-0.2172
Si	-9.0918	5.6772	21.5014	-0.0317	0.0531	-0.0787
Si	-15.2773	5.4046	-8.1269	-0.0797	-0.2242	-0.1016
Si	-13.6718	0.8958	-7.9165	-0.1075	0.0304	0.0914
Si	0.5625	1.2779	24.9404	0.0091	0.0704	0.0176
Si	-4.5342	-9.6154	23.1789	0.0176	-0.0386	-0.2332
Si	-5.2367	-4.2674	21.7364	-0.0352	0.0312	-0.0189
Si	-5.5874	0.1407	20.9181	0.0655	-0.0937	-0.0255
Si	-12.2891	-6.4802	-7.1898	0.0161	-0.14	0.0379
Si	-5.2388	-4.0844	24.7017	0.0311	-0.0175	0.048
Si	-19.7062	-4.1389	-2.1086	0.3317	0.2734	0.6199
Si	-0.5875	2.674	22.4985	-0.0816	0.0348	-0.0334
Si	-4.42	-6.4294	23.3921	-0.0307	-0.0849	0.012
Si	-12.413	-1.3769	-6.3147	0.0073	-0.0127	-0.0454
Si	-1.6002	-5.9771	22.5899	0.0677	-0.0044	-0.072
Si	-2.4835	-1.3926	-7.0125	-0.062	-0.0851	0.0615
Si	-15.2411	-6.8437	-8.0416	-0.0844	0.0411	-0.0392
Si	-3.1108	3.5163	24.2646	0.1205	-0.0171	-0.0015
Si	-19.3516	4.7301	-5.1992	-0.0582	0.0102	0.0936
Si	-17.8031	-6.2198	-6.257	-0.0284	0.1027	0.004
Si	-10.7092	0.2578	-4.5023	0.0869	0.0509	0.0574
Si	-5.6125	1.8732	23.2388	0.0253	0.0526	-0.0417
Si	-15.0832	-2.6865	-6.7592	-0.052	-0.0534	-0.0689
Si	-9.934	0.9193	23.7806	-0.0941	0.0571	-0.0495
Si	-6.8804	-1.7174	-6.8783	-0.107	-0.0601	0.0218
Si	-7.7863	-3.0885	20.4202	0.0721	0.0445	-0.1481
Si	-8.5025	-4.2776	-6.4358	0.0577	-0.0816	0.0768
Si	-10.9352	-3.6947	-7.9139	0.0177	0.0822	0.0367
Si	-16.5688	1.1763	-6.7751	-0.0076	-0.0269	-0.0036
Si	-6.5605	-9.3117	-5.3279	0.0276	-0.028	0.1173
Si	0.7929	-7.6489	23.2664	0.0033	0.0362	-0.0221
Si	2.4075	-5.4387	21.7736	0.0109	0.0751	-0.0668
Si	-8.0744	3.4492	-4.8789	0.0732	-0.037	0.1632
Si	-17.645	-8.4753	-4.3292	0.1062	0.0426	0.0988
Si	-18.4609	-2.1281	-4.0816	-0.1159	-0.0176	0.0439
Si	-11.0859	3.2341	-4.8452	0.0187	-0.0586	0.1366
Si	-9.7776	-4.8226	-3.7589	0.0107	0.1617	0.1065
Si	-13.551	3.4636	-6.3905	-0.0291	-0.1055	0.0401
Si	-15.2968	1.8065	-4.2609	0.032	0.0679	0.1429
Si	-17.786	3.8575	-7.6726	-0.0692	0.0371	0.1604
Si	-7.6655	0.4424	-4.9409	-0.082	0.0394	0.0207
Si	0.0666	-1.9694	6.8746	-0.0213	0.0085	-0.0187
Si	0.0574	1.898	6.8747	-0.0185	-0.0092	-0.0149
Si	0.0515	-9.6492	6.8548	-0.0219	-0.0082	-0.0153
Si	0.0602	-5.8253	6.8551	-0.0217	0.0073	-0.0127
Si	3.8267	-1.9865	6.8636	0.0136	-0.0061	-0.0129
Si	3.8189	1.885	6.8636	0.0168	0.0007	-0.0085
Si	3.8164	-9.6528	6.8503	0.0175	0.0022	-0.0146
Si	3.8233	-5.82	6.8445	0.0065	0.015	-0.0205
Si	7.7386	-1.9879	6.8369	0.0006	0.018	-0.0086
Si	7.736	1.9054	6.8342	-0.0011	-0.0045	-0.0103
Si	7.7364	-9.6292	6.8263	-0.0007	-0.0008	-0.0081
Si	7.7266	-5.8152	6.8258	0.0003	-0.0019	-0.0087
Si	11.5193	-1.9632	6.7867	0.0015	0.0051	-0.0128
Si	11.5128	1.9201	6.7902	0.0012	-0.0028	-0.0117
Si	11.5129	-9.6058	6.7799	0.014	-0.0091	-0.0068
Si	11.5206	-5.7786	6.7841	0.0123	0.0015	-0.0048
Si	15.4289	-1.9088	6.7661	-0.0054	-0.0009	-0.0126
Si	15.4272	1.9538	6.7673	-0.0177	-0.0088	-0.0101
Si	15.4234	-9.5951	6.7522	-0.0201	0.0005	-0.013
Si	15.4335	-5.767	6.7572	-0.0191	0.0043	-0.0079
Si	19.1895	-1.9044	6.7321	0.0102	-0.002	-0.0135
Si	19.1792	1.9698	6.7514	0.0137	-0.005	-0.0108
Si	19.1748	-9.5695	6.7399	0.0123	-0.0149	-0.0162
Si	19.1908	-5.7495	6.7353	0.0009	0.0079	-0.0185
Si	23.1086	-1.8773	6.7346	-0.0177	-0.0026	-0.0053
Si	23.1024	1.982	6.7394	-0.0055	-0.0006	-0.0084
Si	23.1059	-9.5681	6.734	0.0029	-0.0055	-0.0122
Si	23.1024	-5.7435	6.7381	0.005	-0.0001	-0.0068
Si	26.8872	-1.8933	6.7484	0.002	-0.0077	-0.0091
Si	26.8841	1.9637	6.7513	0.01	0.0053	-0.0046
Si	26.8831	-9.5642	6.7422	0.0122	-0.0097	-0.0022
Si	26.8882	-5.7422	6.7488	0.011	0.0097	-0.0059
Si	-15.3603	-1.9008	6.7721	-0.0075	-0.0039	-0.018
Si	-15.3663	1.9407	6.7648	-0.0196	-0.0057	-0.0138
Si	-15.3637	-9.5906	6.7602	-0.0139	-0.0056	-0.012
Si	-15.361	-5.7618	6.7664	-0.018	0.0089	-0.0129
Si	-11.6117	-1.9424	6.8035	0.0269	-0.0018	-0.0065
Si	-11.6146	1.9234	6.8135	0.0163	-0.0012	-0.0067
Si	-11.6187	-9.6036	6.8067	0.0107	-0.0138	-0.0136
Si	-11.6082	-5.7932	6.8063	0.0069	0.0084	-0.0158
Si	-7.6781	-1.9472	6.8555	-0.0104	0.0026	0.0041
Si	-7.6845	1.9207	6.8629	-0.0141	-0.002	-0.0045
Si	-7.6795	-9.6399	6.8535	0.0009	-0.0011	-0.0093
Si	-7.6837	-5.8171	6.8555	0.0103	-0.0006	-0.0042
Si	-3.8668	-1.9601	6.8638	-0.0021	-0.0053	-0.0073
Si	-3.8705	1.9039	6.8736	0.0069	-0.0001	-0.0067
Si	-3.8726	-9.6419	6.8573	0.0142	-0.007	-0.0025
Si	-3.8673	-5.8172	6.8574	0.014	0.0074	-0.0006
Si	1.9491	-1.9762	8.2814	-0.0098	-0.0048	0.0176
Si	1.9427	1.8823	8.2772	-0.003	0.0077	0.0207
Si	1.9386	-9.66	8.2635	0.0129	0.011	0.024
Si	1.9505	-5.8181	8.2558	0.0192	-0.0087	0.0096
Si	5.7853	-1.9725	8.1842	-0.0019	0.0095	0.0072
Si	5.779	1.8848	8.1761	-0.0102	0.0105	0.007
Si	5.7784	-9.6536	8.1683	-0.0048	-0.0024	0.0023
Si	5.7744	-5.8104	8.1787	-0.0203	-0.003	0.0047
Si	9.6371	-1.9599	8.2028	-0.0076	-0.0304	0.0198
Si	9.6328	1.9038	8.2032	0.0025	0.0058	0.0113
Si	9.6345	-9.6271	8.2001	-0.006	0.0113	0.0293
Si	9.6293	-5.793	8.1885	-0.0137	0.0019	0.0283
Si	13.4808	-1.9337	8.1018	0.0088	-0.005	0.0013
Si	13.4807	1.9244	8.1013	0.0209	0.0067	0.0075
Si	13.4788	-9.6097	8.0902	0.0061	0.0038	0.01
Si	13.4871	-5.7618	8.0983	0.0075	-0.0111	0.0098
Si	17.3208	-1.9019	8.1506	-0.0076	-0.0042	0.0142
Si	17.3121	1.9532	8.1659	0.0079	0.0048	0.0244
Si	17.3064	-9.5884	8.1574	0.0054	0.0114	0.0357
Si	17.3246	-5.7449	8.1484	0.0226	-0.0116	0.0163
Si	21.1462	-1.8856	8.0488	-0.0033	0.0051	0.0074
Si	21.1404	1.9639	8.0619	-0.0144	-0.0092	0.0021
Si	21.14	-9.5766	8.0485	-0.0045	0.0017	0.0016
Si	21.1422	-5.7327	8.0656	-0.0191	-0.0025	0.0016
Si	24.9919	-1.8807	8.1308	-0.0017	-0.0102	0.0239
Si	24.9868	1.9651	8.1313	-0.0015	0.0103	0.0228
Si	24.9887	-9.5706	8.1311	-0.0057	-0.001	0.0331
Si	24.9873	-5.7299	8.127	-0.0184	-0.0068	0.0182
Si	-17.3163	-1.9003	8.0812	0.0166	0.0083	-0.0007
Si	-17.3191	1.9485	8.0832	0.0153	-0.0004	0.0103
Si	-17.3197	-9.5823	8.0716	0.0112	0.0006	0.0101
Si	-17.3155	-5.738	8.0856	0.0106	-0.0226	0.013
Si	-13.4968	-1.9152	8.2005	-0.0388	0.0039	0.0184
Si	-13.5004	1.93	8.1999	0.0008	0.0041	0.0167
Si	-13.5021	-9.6009	8.1999	0.0072	0.0131	0.0267
Si	-13.4916	-5.7642	8.1946	0.0183	-0.009	0.02
Si	-9.6639	-1.9354	8.1387	-0.01	0.0123	0.0088
Si	-9.6677	1.9103	8.1538	-0.0095	0.0026	0.0044
Si	-9.6669	-9.6258	8.1418	-0.0065	0	0.0003
Si	-9.6652	-5.7846	8.155	-0.0211	0.0041	0.0007
Si	-5.7757	-1.95	8.2294	0.0074	-0.0153	0.0205
Si	-5.7817	1.8986	8.2372	-0.0006	0.0096	0.0201
Si	-5.7793	-9.645	8.2318	-0.0089	0.0022	0.0265
Si	-5.7808	-5.8051	8.2229	-0.0122	-0.0028	0.0104
Si	-1.8963	-1.9743	8.1784	0.0235	-0.0065	-0.0098
Si	-1.9013	1.8806	8.1917	0.0114	-0.0001	0.0029
Si	-1.9044	-9.6519	8.1732	0.0021	0.0112	0.0062
Si	-1.8981	-5.8108	8.1765	0.0075	-0.0152	0.0054
Si	1.9462	-0.0466	9.6365	0.0105	0.0103	-0.0096
Si	1.945	3.8035	9.6302	-0.0019	0.0061	-0.0088
Si	1.9554	-7.7332	9.6164	-0.012	0.0128	-0.0131
Si	1.9549	-3.9062	9.6301	-0.0211	-0.0126	-0.0114
Si	5.7752	-0.0409	9.5494	-0.0021	0.0087	-0.0187
Si	5.766	3.8065	9.5424	0.0063	-0.0007	-0.018
Si	5.7716	-7.7371	9.544	0.0007	-0.0127	-0.0158
Si	5.775	-3.8879	9.564	0.0007	-0.0106	-0.0114
Si	9.6251	-0.026	9.551	-0.0027	0.0043	-0.0234
Si	9.6316	3.8249	9.5502	-0.006	-0.0097	-0.0189
Si	9.6253	-7.7051	9.5497	0.0189	0.01	-0.0039
Si	9.6232	-3.8766	9.5519	0.0068	-0.006	-0.0097
Si	13.4873	-0.0078	9.4631	-0.0146	0.0035	-0.0239
Si	13.4927	3.8508	9.4568	-0.0117	0.0012	-0.0254
Si	13.4931	-7.6878	9.4532	-0.007	-0.0042	-0.0175
Si	13.4942	-3.8438	9.4814	0.0011	0.0045	-0.0087
Si	17.3228	0.0168	9.5093	0.0084	-0.0174	-0.0192
Si	17.3182	3.8721	9.5176	-0.0037	0.0036	-0.0071
Si	17.3291	-7.6582	9.5019	-0.0071	0.0119	-0.0111
Si	17.3341	-3.8198	9.5054	-0.0105	0.0022	-0.0109
Si	21.1374	0.0321	9.4185	-0.0045	0.0014	-0.0176
Si	21.1274	3.889	9.419	0.0133	0.0053	-0.0266
Si	21.14	-7.6631	9.4187	0.0011	-0.0208	-0.0186
Si	21.1472	-3.7953	9.4249	0.0019	0.0034	-0.0115
Si	24.9837	0.0406	9.4846	-0.0077	0.0058	-0.0153
Si	24.9806	3.8846	9.4769	0.0077	-0.0122	-0.0097
Si	24.9768	-7.6448	9.477	0.0145	0.0089	-0.0055
Si	24.9863	-3.8033	9.4774	-0.0057	-0.0086	-0.0073
Si	-17.3055	0.0187	9.4464	-0.0073	0.002	-0.0258
Si	-17.3108	3.8789	9.4354	-0.0006	-0.0026	-0.0225
Si	-17.3071	-7.6637	9.4402	-0.0039	0.0008	-0.0202
Si	-17.3051	-3.8107	9.4601	-0.0063	0.0075	-0.0204
Si	-13.4966	0.0069	9.5601	0.024	-0.0123	-0.0129
Si	-13.499	3.8539	9.5506	-0.0044	0.0022	-0.0069
Si	-13.4942	-7.6759	9.5535	-0.0114	0.0098	-0.01
Si	-13.4924	-3.8375	9.5533	0.0007	-0.0082	-0.0124
Si	-9.6771	-0.0213	9.5132	0.0016	0.0008	-0.0138
Si	-9.6852	3.8368	9.5066	-0.0047	0.0023	-0.0209
Si	-9.6788	-7.7086	9.5129	0.0054	-0.0151	-0.0197
Si	-9.6763	-3.8447	9.5121	0.0113	0.0002	-0.0136
Si	-5.783	-0.031	9.5809	-0.0052	0.0077	-0.0107
Si	-5.7856	3.8169	9.5804	0.0054	0.0005	-0.0116
Si	-5.7918	-7.718	9.5717	0.0162	-0.0038	-0.0035
Si	-5.7871	-3.8768	9.565	0.001	-0.0053	0.0033
Si	-1.8873	-0.0593	9.5432	-0.0101	-0.0053	-0.0247
Si	-1.8932	3.8102	9.5382	0.0019	-0.0003	-0.0179
Si	-1.8921	-7.7319	9.5339	0.0033	0.0021	-0.0071
Si	-1.8888	-3.8872	9.5498	-0.0141	0.0194	-0.0128
Si	0.0008	-0.0629	10.9709	-0.0248	-0.0118	0.0237
Si	-0.0001	3.801	10.9566	-0.0004	0.0119	0.0245
Si	0.0117	-7.7284	10.938	0.0269	0.0045	0.0074
Si	0.0175	-3.9121	10.9634	0.0122	-0.0049	0.0171
Si	3.8856	-0.0427	10.9818	-0.003	-0.0055	0.0246
Si	3.8797	3.791	10.9789	-0.0007	0.003	0.026
Si	3.8853	-7.7553	10.9712	-0.0196	0.0069	0.0102
Si	3.8832	-3.8838	10.992	-0.0216	0.009	0.0188
Si	7.6921	-0.0288	10.9142	0.0293	-0.012	0.0127
Si	7.6881	3.8004	10.894	0.0237	0.0133	0.0112
Si	7.6894	-7.7221	10.9026	0.0069	0.0014	0.0069
Si	7.7004	-3.8781	10.9224	0.0297	0.0136	0.0103
Si	11.5842	-0.0136	10.8495	-0.0123	-0.0021	0.0105
Si	11.5949	3.8236	10.8422	-0.019	0.0053	0.0147
Si	11.5905	-7.6902	10.833	-0.013	0.0073	0.0081
Si	11.5725	-3.8589	10.8524	-0.0365	-0.0014	0.0037
Si	15.3952	-0.0107	10.8545	0.0087	0.0001	0.0163
Si	15.3898	3.853	10.8584	-0.0024	0.0078	0.0314
Si	15.4023	-7.6607	10.8353	0.017	0.0175	0.0078
Si	15.4159	-3.8305	10.8587	0.0253	-0.0137	0.0238
Si	19.2606	0.0286	10.8452	-0.0045	0.0101	0.0221
Si	19.2546	3.8795	10.8547	-0.0061	-0.01	0.0299
Si	19.2635	-7.6732	10.8382	-0.0274	0.0146	0.016
Si	19.2678	-3.7769	10.8495	-0.0197	-0.0082	0.0204
Si	23.0312	0.0322	10.8064	0.0207	-0.0057	0.0131
Si	23.025	3.8801	10.794	0.014	0.0003	0.0083
Si	23.0316	-7.6478	10.8041	0.013	0.0034	0.0169
Si	23.0457	-3.7877	10.811	0.0209	0.0084	0.0165
Si	26.939	0.0265	10.7944	-0.0109	-0.0046	0.0042
Si	26.9327	3.876	10.7831	-0.0268	0.0069	0.0059
Si	26.9304	-7.6421	10.7754	-0.0099	-0.0034	0.0066
Si	26.9279	-3.8001	10.8023	-0.0196	-0.0003	0.0062
Si	-15.4335	0.0195	10.8933	-0.0273	-0.0109	0.0226
Si	-15.4368	3.868	10.8765	-0.0078	0.0152	0.0259
Si	-15.4297	-7.6605	10.8752	0.0138	-0.0047	0.0197
Si	-15.4187	-3.8309	10.8958	-0.004	0.0009	0.0279
Si	-11.5773	-0.0145	10.9257	-0.0289	0.0125	0.0332
Si	-11.5803	3.8373	10.9185	0.0079	-0.0107	0.0331
Si	-11.5781	-7.6921	10.9188	-0.0186	0.0163	0.0205
Si	-11.5759	-3.8083	10.9245	-0.0194	0.0024	0.0314
Si	-7.7583	-0.0344	10.8732	0.0318	-0.0013	0.0145
Si	-7.7664	3.821	10.8609	0.0239	0.0042	0.0014
Si	-7.7622	-7.7073	10.8684	0.0122	0.0171	0.0024
Si	-7.7539	-3.8426	10.8665	0.0275	0.0007	0.008
Si	-3.8153	-0.0634	10.8843	-0.0181	-0.0073	0.0056
Si	-3.8201	3.7981	10.8803	-0.0421	0.0018	0.0079
Si	-3.827	-7.7205	10.8638	-0.0158	0.0148	0.0066
Si	-3.8321	-3.882	10.8783	-0.0112	-0.0056	0.0031
O	-3.533	3.7255	-1.4808	-0.1675	0.1341	-0.4373
O	-3.7185	-3.4586	-1.1646	0.2211	0.3683	-0.2257
O	2.1063	0.0291	-1.7936	-0.0993	0.2643	0.4832
O	-0.4278	0.0223	-1.4093	0.1115	0.144	-0.1944
O	1.6609	3.1207	-1.9291	0.0757	-0.5646	0.0591
O	-0.3052	-7.7066	-1.3612	0.0018	0.4471	-0.327
O	1.9035	-7.9351	-2.6691	-0.0754	0.5115	-0.377
O	-0.437	-3.736	-1.3249	-0.3015	-0.1314	-0.3708
O	2.1187	-3.7249	-1.8189	-0.1672	-0.3478	0.4105
O	4.1888	3.1772	-1.1612	0.2605	-0.2931	-0.1468
O	7.4098	0.0524	-1.3441	-0.194	0.1482	-0.0546
O	-5.3304	-0.8373	-2.0091	0.0559	-0.2083	0.094
O	9.2783	2.8517	-2.1302	-0.186	-0.2792	-0.1406
O	7.1865	-7.9431	-1.6024	-0.4137	-0.0907	-0.3074
O	9.6988	-7.5195	-1.6907	0.1574	0.3464	0.5303
O	9.2975	-4.3577	-2.1516	-0.2433	-0.1777	0.1251
O	1.2506	2.0164	19.809	0.0948	0.2308	-0.1617
O	-1.3521	-5.7614	18.6092	-0.2454	0.5372	-0.3179
O	-0.5478	-2.411	19.0689	-0.1911	-0.4046	0.031
O	1.8619	-2.0268	18.0661	0.0681	0.1148	-0.0047
O	2.0101	-5.1801	20.2274	0.0745	0.5474	0.0311
O	5.5005	-0.1495	20.5785	0.0421	0.2736	-0.372
O	4.2076	-2.0264	19.2178	0.4266	-0.4907	0.1826
O	5.1961	-6.0346	18.8772	0.0837	-0.0747	0.0513
O	7.8351	-5.9663	19.0567	0.1283	-0.4874	0.3905
O	7.8918	-2.0138	19.0698	0.0134	0.3617	0.1486
O	11.6462	-5.9752	19.0513	-0.6137	0.0295	0.4727
O	6.3651	-3.9398	19.9229	-0.5514	0.1928	-0.2487
O	-2.2259	-1.6448	20.9776	-0.0295	0.0827	0.6894
O	-2.9599	-1.0801	-3.0813	0.6291	0.0482	-0.1122
O	-3.8566	1.3268	-2.6293	0.4565	0.0093	-0.3391
O	-2.4869	5.2371	-4.237	0.4324	-0.382	0.2342
O	-2.8998	-8.0253	-2.8841	-0.0044	-0.4797	-0.0798
O	-0.9271	-6.7831	-7.1453	0.01	0.1171	-0.0432
O	-3.8899	-5.6859	-2.4681	0.3245	-0.0466	-0.1173
O	-4.2133	-3.3318	-3.7312	-0.2161	0.0849	-0.4201
O	-1.6559	-3.0624	-4.2365	0.0551	0.1574	0.4922
O	11.7682	-1.7159	-5.7355	-0.5127	-0.0289	0.1741
O	-0.5815	2.9176	-3.2417	-0.6386	0.195	-0.3147
O	5.2784	2.4749	23.1142	0.156	0.3836	0.3163
O	-0.5139	-8.2397	-3.9323	0.3896	-0.097	-0.359
O	0.2988	5.3027	-2.4161	-0.0767	0.163	-0.4027
O	0.6329	-1.885	-2.9156	-0.3447	0.0711	-0.2131
O	4.452	0.723	-2.8454	0.1904	0.4041	0.1943
O	0.0685	0.7646	-7.7423	-0.237	0.0314	-0.3897
O	3.5542	3.8632	-3.6055	-0.2004	0.046	-0.0645
O	2.9403	5.3787	-1.5555	-0.1791	0.0004	0.4007
O	4.3259	-8.7015	-3.3496	0.3909	-0.1733	-0.2283
O	3.969	-1.7736	-2.144	-0.1566	-0.1218	-0.4035
O	4.308	-4.0742	-3.1704	-0.4029	-0.1537	-0.4291
O	7.0087	3.8735	-3.0394	-0.4476	0.0823	0.0766
O	8.3132	0.0649	-3.8251	0.5609	0.1301	-0.1371
O	3.313	-7.663	-5.5608	-0.512	-0.3168	0.2298
O	8.5267	-8.4085	-3.9032	-0.1954	0.2401	-0.2252
O	8.3114	-8.3054	-6.4899	0.4147	0.2958	-0.4768
O	7.789	-2.2277	-2.6136	-0.6084	0.2018	-0.3295
O	6.8726	-4.6709	-3.0234	0.0778	-0.3109	-0.0822
O	5.8688	-8.2741	-5.5501	0.1647	-0.4224	0.1186
O	-1.0793	2.0605	21.0851	-0.4165	0.0319	0.3213
O	13.5203	-7.8386	19.4127	-0.4041	0.0887	0.3599
O	14.3696	5.2617	20.2814	-0.1474	0.0336	0.0113
O	17.1019	-4.0089	22.569	0.3901	0.0489	0.4576
O	13.4589	-5.8644	21.0237	-0.1261	0.535	-0.1051
O	-0.1401	-0.1709	20.2337	0.22	-0.1161	0.2465
O	0.1933	-2.3851	21.6553	0.2654	0.2061	0.0075
O	3.4416	2.4151	21.1537	-0.3904	0.222	0.3677
O	3.9839	-5.7448	21.9171	0.191	0.4645	0.242
O	1.879	5.269	20.4596	0.2843	-0.1499	0.2118
O	1.9421	-7.722	19.4241	-0.2549	-0.0394	0.3354
O	2.9225	0.0331	20.1946	-0.3643	-0.2244	-0.1322
O	3.8872	-1.8135	21.8532	-0.1696	-0.9181	0.0407
O	6.0121	2.5713	20.588	0.3659	-0.2792	0.2876
O	5.0688	-8.2675	21.6544	-0.1319	-0.0363	0.1325
O	7.0732	-1.9604	21.561	-0.1105	-0.4001	0.8707
O	8.1418	0.2223	20.607	-0.1308	0.084	-0.2273
O	9.7714	0.7164	22.535	0.1724	-0.5066	0.085
O	10.021	3.8295	19.4367	-0.1758	-0.0188	0.3132
O	3.3377	-0.5601	-4.7663	0.106	-0.3389	0.3423
O	9.4527	5.4575	23.012	0.0602	0.0879	0.4378
O	11.4046	-3.4664	20.7598	0.3695	-0.5891	-0.1958
O	10.516	-1.1035	20.7805	-0.2102	-0.0711	0.2801
O	-4.6744	-4.3518	-8.5283	-0.6201	-0.1114	0.2435
O	11.5861	-1.8378	-8.3413	0.1068	0.0498	-0.1424
O	1.0765	-9.1797	22.8789	0.4668	-0.3659	0.4471
O	15.6853	3.8773	22.0568	0.594	-0.06	-0.0016
O	5.0926	-6.3699	-3.9758	0.0157	-0.0973	0.0726
O	1.6621	-6.5387	-7.3611	-0.1528	0.3599	0.057
O	-0.723	-4.6352	22.6979	-0.2618	0.1897	0.0209
O	13.4362	-5.3179	-5.0318	-0.2998	-0.1403	0.3108
O	4.1352	1.9037	-5.2221	-0.0215	0.0966	-0.5123
O	0.933	-2.8854	-8.3429	0.3024	-0.1624	0.2425
O	4.7362	4.6015	21.7529	-0.761	0.2491	0.6093
O	-1.782	2.6124	-7.9067	0.2192	-0.0092	-0.5533
O	-1.628	5.1676	-8.1625	-0.1477	0.5557	0.0377
O	5.7289	-4.2688	-5.3716	0.2034	0.6387	-0.174
O	7.1047	4.6116	24.0293	-0.3859	-0.2501	-0.1193
O	9.4307	2.2003	24.6365	-0.2909	0.1654	0.4737
O	0.4412	-8.6037	-8.4559	0.1871	-0.0283	-0.191
O	2.5076	-0.1764	-7.2024	0.3762	-0.2519	0.0111
O	6.4026	-1.4513	-7.3912	-0.3627	0.0372	0.5431
O	12.2873	-5.7502	23.3444	-0.1083	0.3748	0.6566
O	10.3133	-5.7002	21.6223	-0.229	-0.2802	-0.6131
O	2.5374	-1.6423	24.1146	-0.1291	-0.3276	-0.324
O	10.4313	1.3697	20.0884	0.7797	-0.1068	0.0952
O	10.1081	-3.6003	23.1615	-0.1355	0.6205	0.0921
O	4.1772	-5.7281	-7.0133	-0.3085	0.3532	-0.0724
O	3.6067	-8.0129	-8.2057	-0.5926	-0.3182	-0.4154
O	-0.9238	-1.7408	-6.8312	0.0237	0.0026	0.2194
O	4.0337	-2.2914	-6.5341	0.1729	-0.6593	0.2222
O	7.2536	5.4141	21.6078	0.3417	0.3681	-0.4978
O	10.4205	-9.5867	-5.4096	-0.1126	0.426	-0.3224
O	8.8136	-3.7528	20.821	0.0817	-0.39	-0.0637
O	6.7811	0.309	22.8868	0.591	-0.4016	0.2482
O	-1.2027	1.6098	-5.5309	-0.6752	0.088	0.4612
O	14.9624	1.7309	23.3103	-0.0884	-0.3001	-0.1071
O	8.8326	5.3834	-1.8464	0.5071	-0.0035	-0.2122
O	14.5208	-6.9855	23.2514	0.0248	-0.3123	0.4682
O	-2.5869	-7.9689	-5.5314	-0.1917	-0.2658	-0.2886
O	1.5001	-2.1537	-5.8639	-0.2426	0.1559	0.2654
O	5.7048	-3.869	-7.9187	0.4547	-0.2524	-0.6376
O	0.7161	4.5221	-7.2058	-0.1545	0.4753	0.4299
O	-0.1499	-4.1159	-6.2335	0.0275	-0.4517	-0.2893
O	8.1008	4.7413	-5.2865	0.1536	-0.1561	-0.488
O	1.2295	-7.3852	24.7828	-0.5884	0.1145	0.1728
O	16.9026	-6.6188	22.274	0.0568	-0.1242	-0.139
O	8.973	-1.9155	-7.8859	0.0078	-0.1219	0.4485
O	8.5904	3.1392	22.3654	-0.159	-0.1965	-0.5261
O	5.9462	0.0597	-4.9369	-0.0636	-0.3641	-0.296
O	-2.5085	0.1897	-7.3263	-0.5299	0.1983	-0.0469
O	-3.3549	4.048	-6.3518	0.0803	0.0038	-0.0359
O	-1.8296	-5.5702	-4.9869	-0.1663	-0.0815	0.3842
O	11.0353	-7.9528	22.7001	0.3514	0.1222	0.1821
O	4.2527	0.1668	23.5656	-0.6685	0.2609	-0.3071
O	5.5931	4.0869	-5.2501	-0.0974	0.6031	-0.2295
O	3.1239	4.1723	-6.1458	0.2965	0.7435	-0.3808
O	0.3662	-4.4694	-3.6776	0.4152	-0.4255	-0.0898
O	8.1655	0.1452	-6.4353	0.2426	0.4448	-0.1017
O	-4.4421	3.5225	-3.9654	-0.1866	-0.204	-0.301
O	11.2497	2.7829	22.8726	0.1551	-0.524	-0.0667
O	2.1194	2.3733	-7.7224	0.5283	0.2685	-0.5431
O	11.6994	3.7435	-1.5318	0.1894	0.2408	-0.2443
O	11.664	-3.5041	-1.3432	0.0837	0.5562	-0.0804
O	17.4813	0.0862	-1.8307	-0.0661	0.1475	0.0727
O	14.9252	0.1887	-1.4494	-0.2705	0.2916	-0.3461
O	17.1588	3.3836	-1.9174	0.1472	-0.5016	0.0255
O	16.8811	-7.7232	-2.7535	-0.0105	0.3795	-0.0744
O	17.4692	-3.8498	-1.8813	0.0845	-0.1194	0.4025
O	19.243	-7.3653	-1.5413	0.006	0.296	-0.1959
O	22.9485	0.1118	-1.2524	-0.0367	0.3914	-0.2607
O	9.8564	-0.7484	-1.8968	0.0646	-0.2989	0.4741
O	24.7352	2.8858	-2.0678	0.2548	-0.4531	0.4005
O	22.7257	-7.7927	-1.6295	-0.1785	0.1549	-0.3616
O	-20.9073	-7.5945	-2.1235	-0.2035	0.3786	-0.1163
O	24.8593	-4.1451	-1.8053	-0.0306	-0.1939	0.2598
O	16.5673	2.2242	19.7547	-0.0059	0.3779	-0.0776
O	14.1242	-5.4548	18.497	-0.3461	0.0538	-0.0936
O	15.4041	-2.3202	19.0299	0.0862	-0.5156	0.0893
O	17.3506	-5.1052	20.2036	-0.2328	0.5128	-0.0529
O	20.6704	-0.174	20.4829	0.0436	0.0717	-0.4587
O	19.1655	-1.9993	19.1739	0.0589	-0.2227	0.0926
O	20.5583	-5.8987	18.8032	0.0013	-0.3302	-0.0296
O	23.1749	-5.8744	19.0423	0.3045	-0.3185	0.5337
O	23.2727	-1.9405	18.9559	0.0258	0.4009	0.2099
O	-20.3919	3.6372	19.7995	0.1978	-0.2854	0.3556
O	21.7177	-3.8	19.8512	-0.415	0.3357	-0.0966
O	13.1425	-1.5908	20.2468	-0.0691	0.3783	0.2547
O	12.139	-1.0462	-3.1615	0.7007	0.0637	-0.3558
O	11.3333	1.3682	-2.686	0.5234	0.0614	-0.5003
O	12.8888	5.3048	-4.5639	0.4515	-0.0748	-0.1195
O	11.777	-8.329	-3.0593	-0.1418	-0.6366	-0.346
O	14.3259	-6.6379	-7.1342	0.0753	-0.0608	0.4094
O	11.4507	-5.7778	-2.6049	0.5728	0.0018	-0.3759
O	11.1039	-3.4147	-3.8534	-0.3745	0.0433	-0.146
O	13.6495	-2.8076	-4.3301	0.4741	0.3315	0.2816
O	-18.8495	-1.7189	-5.607	-0.5683	0.0436	-0.1003
O	14.8417	2.8989	-3.1143	-0.5417	-0.1464	0.0412
O	21.3375	2.6571	20.4836	0.36	-0.4324	0.0017
O	14.3473	-7.9994	-3.5149	0.1256	0.2644	-0.4879
O	15.5379	5.3986	-2.4515	-0.0163	-0.0326	-0.1003
O	16.3098	2.8397	-5.257	0.1275	0.0932	0.3141
O	19.8218	0.5755	-3.0222	0.326	0.4004	0.1288
O	15.456	0.6636	-7.4525	0.0661	-0.4762	-0.0714
O	19.3109	3.6133	-3.4272	0.4197	-0.3046	-0.0398
O	18.4225	5.6673	-2.1576	-0.217	0.0932	0.2382
O	19.1996	-1.834	-2.2321	0.3379	0.0291	-0.4183
O	19.8278	-4.161	-3.0391	-0.1368	-0.1958	-0.4552
O	22.5881	3.7479	-3.3561	-0.6657	0.2796	0.0399
O	23.5061	0.302	-3.7204	0.0447	0.3907	-0.0766
O	19.0008	-6.3239	-6.0887	0.0951	0.2497	0.4033
O	23.6575	-8.466	-4.0516	-0.2763	0.3368	-0.0905
O	22.6582	-5.5864	-6.5618	0.4046	-0.0216	0.3207
O	23.3141	-2.1226	-2.6028	0.0943	0.0256	-0.5051
O	22.4867	-4.5929	-2.8982	0.0292	-0.6936	-0.1422
O	21.1452	-7.8297	-6.0368	-0.1277	-0.6265	-0.0799
O	14.1134	2.1875	20.8057	-0.7109	0.1961	0.0173
O	-17.733	-7.7581	19.2954	-0.2514	-0.1672	0.1596
O	-16.0327	-9.1199	20.7732	-0.1711	0.4506	0.2372
O	-16.1036	-1.5923	21.8059	0.1202	0.3969	0.2849
O	-17.6744	-5.3004	20.3286	-0.2498	0.4234	-0.0372
O	15.2328	-0.0238	20.1642	0.0592	-0.3121	0.2942
O	15.3339	-2.2034	21.6677	0.3122	0.0133	0.1065
O	18.7777	2.5414	21.0761	-0.3196	-0.0459	0.688
O	20.3668	-8.1227	21.507	-0.4658	-0.1955	-0.2623
O	17.3467	-7.6437	19.3715	0.2176	0.031	0.0945
O	18.1337	0.1913	20.0726	-0.2811	-0.0371	0.0904
O	18.9309	-1.6753	21.7952	-0.086	-0.491	-0.0305
O	22.4583	-1.796	21.4461	-0.2341	-0.1698	0.8537
O	23.2104	0.4802	20.3509	-0.1535	-0.0523	-0.2697
O	-21.0494	1.0955	21.979	0.0772	-0.1698	0.1718
O	18.7196	-0.6932	-5.0105	-0.2827	-0.2955	0.1337
O	22.4817	-0.8015	-8.3875	-0.5788	-0.2522	0.0072
O	24.5615	5.5891	23.342	-0.1806	-0.1121	0.5472
O	-19.4803	-3.1236	20.4377	0.0881	-0.6251	0.1217
O	-20.6352	-0.8066	20.2952	-0.4055	-0.0741	0.0585
O	10.3464	-4.1367	-8.4927	-0.3082	-0.2234	0.1291
O	-18.6216	-1.9865	-8.2553	0.3315	-0.0721	-0.214
O	15.8167	-8.9773	22.2565	-0.0429	-0.1527	0.0066
O	-14.9039	4.5656	22.4271	0.0754	0.1906	0.3967
O	20.8664	-6.1944	-4.1381	-0.0066	-0.2471	0.5802
O	20.1801	-2.1402	24.0541	0.3198	-0.1296	-0.1733
O	16.8904	-6.6318	-7.6558	-0.1593	0.3433	0.1944
O	14.49	-4.3857	22.8566	-0.2031	0.2595	0.5974
O	-19.0626	-5.7733	-7.1832	-0.1555	-0.1889	0.1784
O	19.3468	1.8352	-5.3085	-0.5588	-0.1684	-0.7303
O	16.1596	-2.8519	-8.4247	0.5774	0.0173	-0.0357
O	20.096	4.739	21.5637	-0.6574	0.2934	0.4461
O	13.6929	2.5255	-7.8437	0.4835	-0.0284	-0.3609
O	13.6184	5.0117	-8.308	-0.0272	0.2758	-0.1194
O	21.3703	-3.7954	-5.1304	-0.3089	0.5555	-0.0269
O	22.0963	4.8786	24.0098	-0.7715	-0.0945	-0.2487
O	24.4764	1.6254	24.404	-0.0426	-0.0299	-0.0008
O	20.5419	-4.5264	25.0507	-0.0736	0.1313	-0.3457
O	18.0092	-0.1331	-7.4612	0.5084	0.0192	-0.3349
O	23.1535	-2.9043	-6.8034	0.6383	-0.1951	-0.0188
O	-17.2881	3.5607	23.0104	0.0246	-0.0309	-0.1857
O	-18.1068	-6.243	22.7898	0.3068	-0.4491	0.3344
O	-20.2747	-5.3928	21.6158	-0.1977	-0.234	-0.7032
O	17.6661	-1.194	24.0857	-0.0069	0.162	-0.002
O	-20.4464	-3.1083	22.8915	-0.1497	0.4226	-0.0281
O	18.6062	-4.7951	-8.2342	-0.3628	0.2007	-0.0573
O	19.2895	-7.3751	-8.4792	-0.0158	-0.354	-0.2347
O	13.9733	-2.1214	-7.2056	0.0955	0.013	-0.0197
O	18.8234	-2.6127	-6.7398	0.2727	-0.1866	0.6981
O	22.5922	5.6269	21.6165	0.2758	0.2034	-0.2638
O	-20.4648	-9.4985	-5.4589	0.0502	0.3771	-0.0184
O	24.1465	-3.6702	20.7885	-0.0539	-0.4404	0.2292
O	22.0457	0.4422	22.7411	0.5887	0.0113	0.1245
O	14.0429	1.6025	-5.3762	-0.487	0.0342	0.2331
O	-15.0926	2.0785	23.1982	0.247	-0.233	-0.3491
O	24.1823	5.4045	-2.0043	0.4314	0.071	0.2335
O	-15.6468	-5.9576	21.7916	0.0597	-0.5152	-0.0839
O	21.9512	-7.2235	-8.4445	0.4398	0.3218	-0.3397
O	12.6114	-7.7019	-5.4895	-0.2735	-0.1683	-0.4113
O	16.4497	-1.6644	-6.0894	-0.014	-0.0388	0.723
O	20.9536	-3.9011	-7.7217	0.1843	0.11	-0.6311
O	16.0663	4.649	-7.2448	0.1488	0.158	0.1327
O	15.3752	-3.9643	-6.0427	0.4172	-0.4058	-0.2878
O	23.3769	4.7969	-5.6587	-0.0176	-0.1141	-0.5274
O	16.6595	-7.8858	24.5368	-0.4613	-0.1967	0.4319
O	-13.2486	-5.8569	22.7588	0.2484	0.4192	0.4851
O	-7.331	-3.1683	-6.3012	0.3613	-0.1414	0.2685
O	24.9896	-1.6292	-8.0422	0.3161	0.2954	0.3612
O	23.6621	3.2974	22.5354	-0.3882	-0.4122	-0.4928
O	21.2898	0.081	-5.165	-0.1472	-0.4581	-0.1449
O	11.8663	3.9293	-6.5543	-0.3201	-0.1063	-0.0132
O	11.8038	-5.8142	-7.1065	-0.1808	0.2246	0.3311
O	-20.2377	-7.6807	22.9987	-0.5495	0.0179	-0.0335
O	19.5317	0.3273	23.3924	-0.5775	0.3012	-0.0809
O	20.9565	3.9225	-5.4197	-0.2649	0.2068	-0.3823
O	18.3787	4.2075	-5.9079	0.1657	0.7896	0.0937
O	15.9184	-1.8916	-2.6951	0.0216	0.046	-0.4754
O	10.9611	3.5689	-4.0726	-0.1558	0.0173	-0.4628
O	-4.3165	5.2776	21.6448	0.0897	-0.2108	0.3158
O	-19.9145	3.1012	23.0351	0.0258	-0.047	-0.2969
O	17.4027	2.4448	-7.6132	0.3429	0.1589	-0.3107
O	11.9823	5.1395	22.1859	0.5143	0.1782	-0.2774
O	-19.0338	3.9076	-1.5743	-0.133	0.1013	-0.4039
O	-13.1485	-0.0755	-1.6467	-0.0906	0.1446	0.1538
O	-15.728	0.1124	-1.427	-0.0337	0.2233	-0.1907
O	-13.5281	3.2155	-1.8402	0.0678	-0.5492	-0.0141
O	-15.6745	-7.7765	-1.4949	-0.2893	0.2329	-0.2068
O	-13.6112	-7.9683	-3.0634	0.1686	0.4375	-0.5562
O	-13.3224	-3.9715	-1.7057	-0.0879	-0.5024	0.347
O	-11.5228	-7.5063	-1.4266	-0.0246	0.5938	-0.116
O	-7.6099	0.0444	-0.977	0.0462	0.4096	-0.1803
O	-20.7955	-0.5844	-2.0897	0.0628	-0.371	0.302
O	-5.9182	2.7456	-1.8787	0.1571	-0.6394	0.3555
O	-7.9496	-7.8977	-1.5161	-0.1022	0.3379	-0.2698
O	-5.4344	-7.75	-2.1499	-0.2929	-0.0102	0.0819
O	-6.0549	-4.2703	-2.0831	-0.0205	-0.2803	0.0942
O	-13.9659	2.1769	19.5423	0.297	0.09	-0.4193
O	-15.9228	-2.0734	19.1431	0.2864	-0.4227	0.1959
O	-13.5583	-1.8793	18.0439	-0.026	-0.0917	0.1709
O	-13.64	-5.1959	20.2261	0.1993	0.474	0.0282
O	-9.7655	-0.2961	20.6613	-0.0345	0.5549	-0.5002
O	-11.201	-1.9343	19.1683	0.3595	-0.4211	0.2425
O	-10.5292	-5.8672	18.882	-0.0255	-0.3918	-0.0105
O	-7.9223	-6.1633	19.0742	-0.0631	-0.3877	0.0952
O	-7.3857	-2.1088	19.1875	-0.0263	0.2803	0.2835
O	-2.5676	4.6603	19.7441	0.1666	-0.5436	-0.1906
O	-4.7843	-9.5645	19.11	-0.2902	0.4138	0.5389
O	-3.9004	-6.0365	19.0938	-0.2038	0.0331	0.5254
O	-9.0352	-4.0128	20.0057	-0.3715	0.3661	-0.2471
O	-3.7477	-2.0053	18.9088	0.1774	0.0375	0.094
O	-18.0352	-0.9076	20.1168	-0.1261	0.3183	-0.2111
O	-18.3847	-0.8395	-3.1161	0.3551	0.0707	0.0218
O	-19.2972	1.5404	-2.7253	0.0605	0.1767	-0.2311
O	-17.9685	5.3648	-4.6442	0.2934	-0.4095	-0.0562
O	-18.4745	-8.0975	-3.0105	0.0085	-0.3608	0.0768
O	-16.4751	-6.3694	-7.1352	0.2033	0.2161	0.2455
O	-19.2145	-5.6449	-2.4694	0.4654	-0.0557	-0.3883
O	-19.4875	-3.1903	-3.4151	-0.4545	0.0071	-0.3812
O	-16.9998	-2.7936	-4.1356	0.5168	0.3446	0.3196
O	-3.3278	-1.7065	-5.6605	-0.4795	-0.0379	-0.1571
O	-15.802	2.7366	-3.0358	-0.5389	-0.1077	-0.0373
O	-9.3048	2.5817	20.4787	0.2869	-0.3613	0.2577
O	-16.0689	-8.2131	-4.0675	0.1952	0.2996	-0.5635
O	-15.0893	5.255	-2.623	-0.2784	0.0661	-0.2068
O	-14.7321	-2.0018	-2.6336	-0.1685	-0.146	-0.0851
O	-10.762	0.3718	-2.8868	0.1774	0.4755	0.0597
O	-15.1733	0.6023	-7.3781	-0.0421	0.0278	-0.1017
O	-11.2971	3.4999	-3.2658	-0.0462	-0.0724	-0.0227
O	-12.331	5.4819	-1.8826	-0.4449	0.1597	0.6038
O	-11.1885	-8.6265	-3.8543	0.0031	-0.4333	0.0034
O	-11.4928	-2.0007	-2.1325	0.0422	0.0177	-0.4246
O	-11.1589	-4.3225	-3.1196	-0.3666	-0.2616	-0.4377
O	-7.5597	1.9954	-5.3999	0.1802	0.1823	-0.7604
O	-7.1714	0.3868	-3.4193	0.1171	0.4025	0.0186
O	-7.9996	3.5463	-3.2593	-0.4155	-0.1716	0.0025
O	-11.9191	-6.8711	-5.6594	-0.3537	0.1152	0.1751
O	-7.1291	-8.6371	-3.9589	-0.6165	0.282	0.0611
O	-7.5588	-2.1108	-2.497	-0.3403	0.0154	-0.5004
O	-8.5248	-4.5376	-2.8031	0.2612	-0.1425	-0.0929
O	-9.5114	-8.0273	-5.8604	-0.267	-0.4412	-0.2509
O	-16.1218	2.8245	20.8513	-0.3921	0.14	-0.1516
O	-2.2961	-8.1206	19.375	-0.178	-0.0581	-0.4054
O	-0.6162	-9.4484	20.9108	-0.3686	0.0752	0.5444
O	-9.0507	-8.4524	22.4978	0.5602	0.0262	0.4537
O	-2.108	-6.1605	21.0775	-0.1114	0.1083	0.1437
O	-15.7049	0.3311	20.1805	0.0527	-0.1882	0.1678
O	-8.9529	-7.5404	-8.2902	0.2841	0.0382	-0.7242
O	-11.8601	2.6641	21.0363	-0.4252	0.2698	0.3172
O	-14.4889	-3.62	22.1594	0.3626	0.405	-0.4619
O	-13.532	-7.6789	19.2819	0.2609	-0.008	0.0948
O	-12.3096	0.2204	20.1774	-0.6422	0.0039	0.0445
O	-11.6437	-1.7556	21.799	-0.0121	-0.566	-0.1053
O	-9.2243	-9.1933	19.9824	0.0792	0.5803	0.2205
O	-8.2091	-2.1648	21.6761	0.0432	0.0776	0.4137
O	-7.1829	0.151	21.0661	-0.1373	0.3212	-0.186
O	-4.9801	1.2342	21.9164	0.5208	0.1762	0.0044
O	-4.889	3.3203	19.89	0.2552	0.1052	0.4514
O	-11.6896	-0.9354	-4.9482	0.0808	-0.5256	0.2872
O	-5.9843	5.2681	23.6645	-0.1068	0.2545	0.3377
O	-3.9373	-3.6674	20.9755	0.3657	-0.2721	0.093
O	-4.8824	-1.2809	21.1687	-0.1377	-0.1793	0.509
O	-15.0614	0.0246	24.8351	0.0029	0.0412	0.137
O	-3.0617	-2.2518	-8.2545	0.3828	0.0703	-0.2269
O	-13.9852	-8.3582	22.1475	-0.3915	0.1638	-0.0921
O	0.451	3.8486	22.1758	0.3091	-0.1625	0.1715
O	-9.9061	-6.4025	-3.9377	0.3119	-0.1824	0.5022
O	-10.5165	-2.3055	24.0909	0.5707	-0.4897	-0.2707
O	-17.0643	-3.887	22.5502	-0.4697	0.2265	0.171
O	-11.2388	1.6484	-5.119	-0.095	0.0537	-0.7355
O	-14.6348	-2.9487	-8.2896	0.2968	-0.1478	-0.049
O	-10.3113	4.6483	21.8085	-0.5402	0.2527	0.2479
O	-16.7705	2.6514	-7.3603	0.1645	-0.0426	-0.3673
O	-16.5317	1.2946	-5.1621	-0.6852	-0.3083	0.5408
O	-9.5148	-4.1175	-5.183	-0.336	0.2748	0.0039
O	-8.4729	4.6313	24.1296	-0.4858	-0.2068	-0.2597
O	-6.1113	0.6604	24.1655	-0.3264	-0.5552	-0.055
O	-15.0345	-8.4184	-8.0386	0.3207	-0.0204	0.046
O	-12.5747	-0.0815	-7.2533	0.3207	0.1009	-0.2153
O	20.5993	2.6259	23.0267	0.0202	0.4612	0.4432
O	-1.8886	3.1723	23.2878	-0.0378	0.0707	-0.4954
O	-2.8985	-5.8989	23.5334	0.3279	-0.0435	0.5653
O	-5.0494	-5.8527	22.0044	-0.1481	-0.4498	-0.4887
O	-13.1341	-1.6691	23.9697	-0.1001	-0.2585	-0.0827
O	-5.2263	0.6359	19.4359	0.1727	-0.6673	-0.4004
O	-5.3633	-3.5389	23.1799	-0.0837	0.5835	0.0423
O	-11.6155	-5.0669	-7.4982	0.2243	0.0467	0.1673
O	-11.6518	-7.6382	-8.1218	-0.553	-0.1727	-0.14
O	-16.4728	-1.8882	-6.7727	0.0958	0.1429	0.0181
O	-11.4946	-2.4833	-7.0204	-0.0186	0.2589	0.2691
O	-4.9622	-9.5778	-5.195	0.1352	0.4859	-0.3075
O	-6.5424	-4.0299	20.8245	0.1935	-0.6657	-0.1119
O	-8.7997	-0.0071	23.1037	0.434	-0.0802	0.2859
O	-5.2087	-5.7197	24.6277	-0.1698	-0.2502	0.541
O	0.2131	1.6032	23.4017	0.3135	-0.4981	-0.1736
O	-6.5197	5.2753	-1.8881	0.1993	0.1358	0.4277
O	-0.7567	-7.2591	23.083	-0.4129	-0.5257	0.0514
O	-18.1653	-7.6319	-5.5927	-0.1701	-0.0885	-0.3665
O	-13.8932	-1.9203	-5.9967	-0.2381	-0.1895	0.592
O	-9.3358	-3.8759	-7.7559	0.0082	0.1143	-0.4049
O	-14.5596	0.4612	-3.7425	0.4646	-0.1212	-0.367
O	-15.3392	-4.0147	-5.8778	0.5036	-0.7186	-0.3214
O	-7.21	4.6137	-5.5708	0.0322	-0.0856	-0.6608
O	-13.3385	-7.7883	24.5203	-0.5825	-0.2816	0.1297
O	1.6539	-6.7593	22.258	0.116	-0.088	-0.4919
O	-5.5263	-1.9604	-7.6964	0.1342	0.2072	0.3614
O	-6.8768	2.8345	22.9853	-0.2017	0.0613	-0.3242
O	-9.2096	-0.0417	-5.0251	-0.2213	-0.2419	-0.6403
O	-3.4044	5.1043	24.1295	0.461	0.3398	0.2803
O	-18.9688	3.9882	-6.5832	-0.2633	-0.3936	-0.196
O	7.4629	2.2291	-5.0526	0.4726	0.1429	-0.1293
O	-4.4757	-8.0243	23.3484	0.2078	0.0219	0.0995
O	-11.3526	0.1539	23.6382	-0.2473	0.5165	-0.0298
O	-9.6126	3.6926	-5.287	-0.0516	0.4227	-0.4803
O	22.9339	2.162	-5.4596	0.2352	0.0569	-0.2826
O	-12.1696	4.0112	-5.7533	0.0776	0.5991	-0.2598
O	12.7784	4.1523	24.5785	-0.1235	0.6623	0.1296
O	15.5914	-2.6089	24.2992	-0.6454	-0.1595	0.2203
O	-15.4013	-4.5395	-3.2736	-0.0281	-0.8438	-0.0317
O	-6.7061	-0.6062	-5.7161	0.5013	0.0488	0.1953
O	-19.9173	3.6993	-4.0895	0.0167	-0.3791	-0.4921
O	5.1483	-2.2171	24.1394	0.4865	-0.0811	-0.3886
O	-4.4526	2.7492	23.8756	-0.0773	0.2024	0.3266
O	-13.2777	2.4242	-7.5963	0.0913	0.1546	-0.1896
O	9.8836	-6.0027	24.1977	-0.5298	-0.5041	0.2556
O	1.1167	2.7404	-5.2808	0.2232	0.0579	0.2114
O	0.2959	-2.8306	24.2913	-0.5886	-0.21	0.286
O	19.1453	-8.1095	-4.1328	-0.2069	-0.1068	-0.056
O	1.8838	-4.1689	22.6301	0.433	0.3553	0.2164
O	5.504	-6.7679	23.7713	0.3227	-0.1036	0.0461
O	6.8078	-6.1144	-6.84	0.5443	0.1772	0.0502
O	-14.381	4.6981	-6.9888	0.2633	0.0742	0.1149
O	-16.8495	5.1696	-7.7966	-0.1673	0.3878	0.1982
O	-13.8582	-6.2634	-7.456	-0.097	0.3533	-0.0187
O	-17.8328	0.2477	-7.1459	-0.3978	0.3018	-0.2744
O	6.2279	-8.2364	-8.1646	0.399	-0.0503	-0.2808
O	21.7266	-5.9926	21.2442	0.5651	-0.0817	0.1715
O	-18.0528	5.0356	19.6689	0.2595	-0.4618	0.1179
O	-13.6199	5.2839	20.2218	0.1447	-0.5092	0.3347
O	-20.2413	-5.3518	24.2225	-0.3664	-0.3571	0.3507
O	-6.9961	-8.2959	-6.5251	0.6933	0.2035	-0.579
O	17.0515	5.2792	20.2209	0.2058	-0.3315	0.3184
O	6.4528	-6.1645	21.274	0.607	-0.3191	0.5587
O	-9.5571	-6.2116	21.3079	-0.1173	0.2918	0.1419
O	-7.6809	4.9012	21.6661	0.3994	-0.2827	-0.3935
O	-3.4696	-6.1052	-7.0846	-0.2346	0.3062	0.1665
O	23.6785	-0.3288	-6.1865	0.3236	-0.089	0.1725
O	-7.9993	-5.8278	-6.5063	0.2064	0.0345	-0.1801
O	-19.0063	5.4281	23.6054	0.2536	0.2028	0.4731
O	-20.077	-9.5484	21.1536	-0.0873	0.4469	-0.0865
O	-11.4861	-7.6867	22.5077	-0.0931	-0.0773	-0.2055
O	10.1421	-9.207	20.5295	-0.047	0.213	0.3194
O	19.247	-5.6338	21.9689	0.246	0.3515	-0.1551
O	-7.9358	-1.0014	-7.8603	-0.3676	-0.1533	0.2646
O	-9.7605	-6.4161	24.0023	0.5758	-0.1348	0.0642
O	23.6907	-8.086	-6.5956	0.3553	-0.0549	-0.4982
O	20.8404	-6.7456	23.7156	0.3737	-0.3144	0.1418
O	-10.071	2.3271	23.0087	0.0162	0.2885	0.293
O	0.4998	0.5831	-3.8285	-0.139	-0.1925	-0.332
O	12.8283	0.1857	-7.2219	-0.3505	0.2674	0.0321
O	-14.3201	2.6932	-5.1914	0.1374	0.0906	-0.0323
O	-15.5599	-2.4455	24.281	-0.4633	-0.1336	0.3529
O	15.8841	0.5692	-3.852	-0.0399	-0.1444	-0.1982
O	-17.4671	-5.2047	-5.029	-0.4266	0.0888	0.1732
O	15.3885	-4.412	-3.3786	-0.0901	-0.4445	0.0286

Results
total energy: -298375.841 eV
total energy less fixed offsets of O -438.25, Si -107.07 eV per atom: -9.501 eV
